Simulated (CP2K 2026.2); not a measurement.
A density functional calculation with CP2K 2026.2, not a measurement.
Periodic cell of 3456 atoms, Si2304O1152, from a study of silicon, its oxide and their interface. The atomic structure is a simulated model.
Doubt: the forces sum to 10.55 eV/angstrom along one axis rather than to zero, so they err by at least 0.0031 eV/angstrom per atom on average; the grid cutoff is modest.

Settings: functional PBE; method Gaussian and plane waves; basis set DZVP-MOLOPT-SR-GTH; pseudopotentials GTH-PBE; grid cutoff 300 Ry, relative cutoff 40 Ry; k points Gamma only; occupations fixed; spin none; net charge 0.

Cell vectors (angstrom)
a	130.56	0	0
b	0	16.32	0
c	-2.6152	-2.2025	28.0568

Atoms: element, x, y, z (angstrom)
Si	1.911	-1.665	-0.036
Si	3.931	1.88	0.105
Si	1.788	4.186	0.299
Si	4.373	6.886	0.722
Si	2.288	-7.207	0.013
Si	4.278	-3.801	0.223
Si	7.704	-1.367	0.117
Si	9.981	1.364	0.73
Si	6.45	4.642	0.447
Si	9.437	6.967	0.495
Si	7.345	9.278	0.422
Si	9.7	-3.816	0.369
Si	12.137	-0.867	0.534
Si	15.038	1.881	0.665
Si	12.865	4.066	0.815
Si	14.935	7.128	0.765
Si	12.645	-7.081	0.672
Si	15.391	-4.369	0.479
Si	2.869	0.118	1.278
Si	5.48	2.876	1.619
Si	2.883	5.545	1.834
Si	5.769	8.301	1.871
Si	3.066	-5.427	1.436
Si	5.838	-2.467	1.356
Si	8.43	0.081	1.834
Si	11.183	2.903	1.957
Si	8.19	5.535	1.807
Si	11.04	-8.234	1.865
Si	8.453	-5.362	1.648
Si	11.115	-2.576	1.792
Si	13.805	0.206	1.819
Si	16.54	2.921	2.092
Si	13.912	5.585	2.189
Si	16.68	-8.021	1.803
Si	13.801	-5.413	1.855
Si	16.397	-2.692	1.855
Si	1.487	1.431	2.746
Si	4.201	4.138	3.12
Si	1.453	6.986	2.936
Si	4.305	9.694	3.023
Si	1.534	-4.057	2.695
Si	4.317	-1.174	2.711
Si	6.912	1.5	2.954
Si	9.64	4.207	3.138
Si	6.988	6.903	3.251
Si	9.739	-6.705	3.112
Si	7.013	-3.924	2.892
Si	9.733	-1.288	3.211
Si	12.487	1.503	3.299
Si	15.25	4.246	3.494
Si	12.356	6.85	3.35
Si	15.216	-6.733	3.222
Si	12.464	-3.958	3.147
Si	15.09	-1.247	3.178
Si	0.096	0.088	4.08
Si	2.768	2.745	4.282
Si	0.09	5.615	4.255
Si	2.848	8.322	4.287
Si	0.16	-5.298	4.16
Si	2.888	-2.598	4.044
Si	5.535	0.126	4.27
Si	8.259	2.812	4.41
Si	5.54	5.53	4.468
Si	8.35	-8.007	4.514
Si	5.621	-5.223	4.332
Si	8.293	-2.652	4.429
Si	11.064	0.112	4.559
Si	13.806	2.84	4.698
Si	10.953	5.51	4.611
Si	13.778	-8.054	4.592
Si	11.065	-5.324	4.484
Si	13.758	-2.599	4.559
Si	1.298	-1.245	11.021
Si	4.018	1.522	11.085
Si	1.3	4.214	10.997
Si	4.011	6.96	11.083
Si	1.322	9.625	10.96
Si	3.995	-3.967	11.032
Si	6.764	-1.193	11.085
Si	9.484	1.532	11.182
Si	6.754	4.225	11.196
Si	9.48	-9.435	11.244
Si	6.785	-6.661	11.121
Si	9.513	-3.966	11.185
Si	12.275	-1.244	11.241
Si	14.983	1.447	11.401
Si	12.223	4.189	11.334
Si	15.025	-9.407	11.373
Si	12.289	-6.672	11.281
Si	15.05	-3.955	11.377
Si	2.633	0.159	12.401
Si	5.364	2.851	12.516
Si	2.624	5.587	12.41
Si	5.365	8.341	12.447
Si	2.641	-5.357	12.388
Si	5.363	-2.582	12.33
Si	8.051	0.222	12.471
Si	10.786	2.834	12.647
Si	8.059	5.581	12.638
Si	10.862	-8.048	12.532
Si	8.108	-5.306	12.52
Si	10.912	-2.634	12.516
Si	13.565	0.075	12.704
Si	16.366	2.811	12.737
Si	13.586	5.575	12.663
Si	16.432	-8.082	12.74
Si	13.692	-5.358	12.657
Si	16.323	-2.582	12.83
Si	1.192	1.502	13.723
Si	4.011	4.276	13.818
Si	1.188	6.952	13.697
Si	4.054	-6.617	13.84
Si	1.136	-4.059	13.634
Si	4.053	-1.22	13.682
Si	6.68	1.5	13.961
Si	9.373	4.166	14.027
Si	6.651	7.05	13.913
Si	9.503	-6.69	13.844
Si	6.643	-3.91	13.753
Si	9.46	-1.193	13.649
Si	12.125	1.416	13.986
Si	14.982	4.232	13.982
Si	12.171	-9.36	13.958
Si	15.064	-6.733	14.031
Si	12.303	-3.966	13.922
Si	14.842	-1.281	14.166
Si	-0.232	0.06	14.998
Si	2.589	2.887	15.063
Si	-0.147	5.615	15.133
Si	2.576	8.298	15.027
Si	-0.196	-5.435	15.093
Si	2.558	-2.617	14.759
Si	5.385	-0.028	15.265
Si	7.933	2.875	15.473
Si	5.267	5.703	15.293
Si	8.06	8.431	15.248
Si	5.361	-5.161	15.284
Si	8.092	-2.522	14.924
Si	10.684	-0.006	15.205
Si	13.485	2.87	15.2
Si	10.725	5.638	15.284
Si	13.599	-8.041	15.315
Si	10.922	-5.365	15.154
Si	13.489	-2.686	15.53
Si	1.412	-1.162	16.123
Si	3.655	1.179	16.271
Si	1.434	4.411	16.444
Si	3.53	6.775	16.538
Si	1.536	-6.455	16.414
Si	3.563	-3.978	16.321
Si	7.055	-1.237	16.569
Si	9.109	1.111	16.54
Si	6.809	4.678	16.732
Si	9.145	6.83	16.561
Si	7.179	-6.086	16.517
Si	9.479	-3.881	16.142
Si	11.609	-1.675	16.615
Si	15.083	1.921	16.622
Si	12.334	4.433	16.43
Si	14.579	-9.666	16.696
Si	12.463	-6.458	16.561
Si	14.758	-4.338	16.744
Si	14.502	-1.776	-6.724
Si	0.266	2.367	18.545
Si	19.768	7.492	-4.233
Si	8.165	-7.993	-5.873
Si	6.393	6.066	-4.456
Si	3.136	-7.38	18.632
Si	4.578	-0.432	-6.579
Si	19.854	3.933	-7.036
Si	6.365	-0.782	-4.205
Si	12.623	-0.061	19.223
Si	3.225	2.083	-5.45
Si	16.698	1.464	-4.249
Si	15.35	4.009	-3.431
Si	21.557	6.517	-1.922
Si	7.003	-3.148	19.169
Si	14.71	-6.812	-7.053
Si	12.658	7.618	-5.639
Si	18.647	-3.655	20.889
Si	6.063	4.241	19.749
Si	13.393	0.901	-6.575
Si	13.386	-1.189	-2.254
Si	8.769	-0.247	-2.63
Si	8.908	3.345	20.507
Si	11.495	-4.025	-5.473
Si	14.782	6.306	19.61
Si	11.036	2.513	18.593
Si	10.521	-7.637	18.685
Si	10.57	0.52	-6.517
Si	2.409	-2.61	-6.532
Si	11.028	-1.353	-3.973
Si	15.769	-0.695	19.552
Si	6.209	4.885	-7.083
Si	19.548	-6.473	-2.276
Si	23.013	4.023	-1.9
Si	9.368	-5.039	19.844
Si	19.978	-7.18	-6.695
Si	4.851	1.623	-2.922
Si	11.641	3.049	-5.733
Si	12.538	5.194	-3.85
Si	11.11	5.133	-1.389
Si	14.103	-4.042	-2.427
Si	5.711	-5.644	-1.913
Si	9.521	2.558	-1.914
Si	2.974	0.778	18.957
Si	2.565	-2.22	18.525
Si	10.602	-6.679	-4.453
Si	3.093	-4.216	-4.315
Si	6.211	-3.88	-4.092
Si	7.017	-5.203	-6.796
Si	16.156	0.172	-1.587
Si	17.618	5.624	-3.75
Si	16.534	5.497	-1.254
Si	11.378	-5.516	-1.718
Si	14.578	-4.486	-5.206
Si	17.858	-1.436	0.552
Si	20.244	1.682	0.536
Si	18.214	4.024	0.894
Si	20.92	6.64	0.87
Si	17.866	-6.356	0.483
Si	20.238	-3.479	0.557
Si	23.617	-1.305	0.518
Si	26.187	1.267	0.858
Si	23.232	4.387	0.937
Si	26.272	6.471	0.722
Si	23.271	-6.699	1.057
Si	26.466	-4.745	0.636
Si	28.344	-1.131	0.582
Si	31.436	1.052	0.531
Si	28.723	4.574	0.783
Si	30.83	7.351	0.883
Si	28.69	-6.849	1.13
Si	31.614	11.536	0.627
Si	19.083	0.134	1.872
Si	21.95	2.682	1.918
Si	19.365	5.515	2.19
Si	21.958	-8.13	2.251
Si	19.283	-5.194	1.925
Si	21.892	-2.386	1.82
Si	24.714	-0.003	2.139
Si	27.485	2.863	1.948
Si	24.795	5.448	2.234
Si	27.21	-8.231	2.206
Si	24.769	-5.393	2.175
Si	27.345	-2.864	1.837
Si	29.979	-0.099	1.929
Si	32.436	2.647	2.022
Si	29.935	5.72	2.338
Si	32.513	8.224	2.234
Si	30.111	10.844	2.298
Si	32.649	-2.819	1.665
Si	17.825	1.445	3.353
Si	20.696	4.065	3.433
Si	17.901	6.942	3.32
Si	20.554	-6.627	3.361
Si	17.81	-3.96	3.286
Si	20.512	-1.167	3.274
Si	23.251	1.35	3.371
Si	26.101	4.031	3.496
Si	23.367	6.825	3.536
Si	25.946	-6.818	3.574
Si	23.265	-3.881	3.24
Si	26.044	-1.479	3.353
Si	28.709	1.366	3.313
Si	31.254	4.113	3.424
Si	28.522	6.875	3.706
Si	31.321	9.517	3.71
Si	28.693	12.306	3.415
Si	31.354	-1.482	3.23
Si	16.446	0.061	4.631
Si	19.217	2.774	4.73
Si	16.579	5.623	4.769
Si	19.211	-8.018	4.704
Si	16.485	-5.349	4.64
Si	19.183	-2.591	4.627
Si	21.865	0.074	4.743
Si	24.627	2.697	4.752
Si	21.988	5.441	4.82
Si	24.604	-8.121	4.942
Si	21.947	-5.279	4.669
Si	24.599	-2.677	4.749
Si	27.351	-0.013	4.685
Si	29.96	2.714	4.786
Si	27.278	5.405	4.974
Si	29.932	8.197	5.005
Si	27.35	10.914	4.807
Si	30.029	-2.681	4.771
Si	17.72	-1.257	11.474
Si	20.469	1.417	11.546
Si	17.757	4.19	11.462
Si	20.422	-9.461	11.48
Si	17.745	-6.672	11.421
Si	20.478	-4.026	11.502
Si	23.175	-1.312	11.56
Si	25.925	1.329	11.636
Si	23.216	4.094	11.517
Si	25.937	-9.544	11.562
Si	23.156	-6.75	11.533
Si	25.921	-4.062	11.512
Si	28.665	-1.333	11.642
Si	31.387	1.379	11.599
Si	28.675	4.105	11.607
Si	31.415	6.777	11.638
Si	28.7	9.527	11.555
Si	31.381	-4.099	11.643
Si	19.072	0.055	12.879
Si	21.825	2.805	12.89
Si	19.075	5.543	12.902
Si	21.74	-8.107	12.836
Si	19.05	-5.322	12.84
Si	21.816	-2.688	12.898
Si	24.539	-0.04	12.993
Si	27.287	2.758	12.932
Si	24.582	5.392	12.904
Si	27.351	-8.189	12.86
Si	24.551	-5.401	12.856
Si	27.266	-2.748	12.9
Si	30.055	0.036	12.991
Si	32.747	2.732	12.966
Si	30.038	5.425	13.015
Si	32.805	8.123	12.995
Si	30.017	10.824	13.015
Si	32.809	-2.695	12.902
Si	17.669	1.454	14.168
Si	20.448	4.171	14.253
Si	17.761	-9.329	14.26
Si	20.346	-6.743	14.193
Si	17.737	-3.888	14.206
Si	20.398	-1.369	14.256
Si	23.176	1.444	14.246
Si	25.952	4.079	14.357
Si	23.099	-9.561	14.084
Si	25.927	-6.84	14.099
Si	23.231	-4.026	14.243
Si	25.883	-1.524	14.333
Si	28.654	1.438	14.288
Si	31.395	4.056	14.402
Si	28.676	-9.483	14.335
Si	31.426	9.436	14.365
Si	28.566	-4.113	14.292
Si	31.478	-1.362	14.278
Si	16.177	0.11	15.486
Si	19.101	2.787	15.569
Si	16.28	5.641	15.438
Si	19.105	-8.018	15.78
Si	16.393	-5.35	15.405
Si	19.029	-2.615	15.801
Si	21.795	0.029	15.498
Si	24.582	2.68	15.7
Si	21.791	5.541	15.608
Si	24.476	-8.188	15.31
Si	21.77	-5.385	15.423
Si	24.558	-2.894	15.861
Si	27.309	-0.06	15.467
Si	29.959	2.742	15.793
Si	27.291	5.537	15.715
Si	30.065	-8.243	15.81
Si	27.161	-5.565	15.59
Si	30.086	-2.776	15.517
Si	17.629	-0.96	16.951
Si	20.087	1.036	16.783
Si	17.37	3.976	16.674
Si	20.866	-9.098	17.016
Si	18.012	-6.221	16.946
Si	20.476	-4.203	16.959
Si	23.416	-1.045	16.839
Si	25.84	0.994	16.906
Si	23.362	4.346	16.876
Si	25.505	-9.64	16.782
Si	23.067	-6.895	16.602
Si	25.446	-4.895	17.115
Si	28.861	-1.234	16.719
Si	31.038	1.031	17.03
Si	28.82	4.397	17.107
Si	31.186	-9.8	17.262
Si	28.814	-6.583	16.917
Si	31.17	-4.404	16.814
Si	36.998	-4.748	-6.514
Si	15.78	3.472	19.111
Si	34.674	6.483	-6.655
Si	24.218	5.285	-4.508
Si	16.628	-4.827	19.083
Si	22.448	-3.834	-5.67
Si	22.497	-2.763	19.035
Si	36.19	2.878	-6.525
Si	27.365	-1.727	-5.098
Si	28.216	-2.434	19.361
Si	21.292	1.57	-2.314
Si	34.102	-4.057	-6.27
Si	29.624	5.613	-5.923
Si	36.204	-8.082	-2.504
Si	26.941	4.681	-5.815
Si	33.433	3.927	-5.615
Si	29.928	-2.882	-5.877
Si	37.57	-1.875	-6.816
Si	23.768	2.937	19.295
Si	28.585	2.03	-6.354
Si	27.844	-0.53	-2.219
Si	24.968	0.447	-1.585
Si	24.948	-7.961	-4.124
Si	23.929	-6.259	-6.194
Si	33.322	-7.101	-6.282
Si	26.776	2.853	18.997
Si	25.877	7.531	19.768
Si	21.588	1.231	19.478
Si	19.732	-4.713	-4.672
Si	24.548	-2.489	-4.074
Si	37.115	-1.357	-3.717
Si	19.919	6.169	19.884
Si	33.473	-6.826	-3.194
Si	37.116	1.268	-2.445
Si	27.136	-6.091	19.403
Si	30.501	-7.83	-6.599
Si	16.931	-0.342	-6.593
Si	23.352	0.37	-4.012
Si	31.193	4.005	-3.709
Si	25.174	-2.453	20.323
Si	31.039	-5.504	-2.233
Si	21.867	-5.197	-1.07
Si	19.226	3.179	-4.111
Si	22.584	5.371	-7.066
Si	23.386	0.754	-7.016
Si	26.753	-6.387	-5.854
Si	18.73	-2.391	-6.064
Si	24.506	-3.698	-1.268
Si	29.425	-5.565	-4.645
Si	30.466	0.092	-4.869
Si	37.714	3.607	-4.071
Si	31.298	5.03	-0.917
Si	24.401	7.896	-1.31
Si	30.944	-3.81	19.734
Si	33.8	-1.01	0.564
Si	36.096	1.73	0.47
Si	33.795	3.877	0.638
Si	36.046	7.365	0.326
Si	33.94	9.57	1.066
Si	36.636	12.136	0.435
Si	39.412	-1.541	0.712
Si	41.924	1.272	0.805
Si	39.731	3.522	0.403
Si	41.899	6.771	0.772
Si	39.753	8.995	0.292
Si	41.662	12.611	0.52
Si	44.032	-1.029	0.408
Si	47.524	1.032	0.448
Si	43.984	4.5	0.253
Si	46.922	7.065	0.271
Si	44.747	9.296	0.307
Si	47.46	12.242	0.29
Si	35.202	0.144	1.985
Si	37.89	2.726	1.671
Si	35.121	5.559	1.665
Si	37.936	8.131	1.625
Si	35.465	10.919	2.075
Si	37.795	-2.706	1.863
Si	40.548	-0.048	2.075
Si	43.299	2.819	1.808
Si	40.561	5.248	1.863
Si	43.347	8.203	1.854
Si	40.649	10.786	1.613
Si	43.163	-2.592	1.907
Si	45.916	-0.121	1.648
Si	48.765	2.711	1.513
Si	45.814	5.454	1.525
Si	48.663	8.253	1.37
Si	45.943	10.944	1.547
Si	48.831	-2.62	1.476
Si	33.861	1.4	3.41
Si	36.582	4.193	3.05
Si	33.924	6.745	3.326
Si	36.789	9.453	3.264
Si	33.993	12.309	3.262
Si	36.56	-1.292	3.263
Si	39.147	1.401	3.214
Si	41.97	4.054	3.265
Si	39.187	6.721	3.091
Si	41.992	9.593	3.126
Si	39.259	12.156	3.071
Si	41.932	-1.34	3.389
Si	44.743	1.403	3.019
Si	47.362	4.115	2.786
Si	44.687	6.78	3.102
Si	47.39	9.576	2.864
Si	44.656	12.279	2.999
Si	47.396	-1.42	2.929
Si	32.606	-0.07	4.706
Si	35.307	2.817	4.585
Si	32.659	5.412	4.772
Si	35.34	8.139	4.613
Si	32.748	10.966	4.801
Si	35.278	-2.66	4.673
Si	37.923	0.022	4.631
Si	40.594	2.7	4.564
Si	37.902	5.449	4.561
Si	40.628	8.145	4.415
Si	38.048	10.864	4.614
Si	40.579	-2.805	4.552
Si	43.404	0.087	4.487
Si	46.147	2.756	4.293
Si	43.36	5.459	4.502
Si	46.129	8.186	4.303
Si	43.372	10.932	4.438
Si	46.105	-2.761	4.335
Si	34.133	-1.365	11.51
Si	36.807	1.369	11.53
Si	34.118	4.099	11.617
Si	36.797	6.822	11.529
Si	34.103	9.54	11.605
Si	36.837	-4.051	11.498
Si	39.476	-1.325	11.368
Si	42.211	1.37	11.183
Si	39.517	4.117	11.326
Si	42.235	6.845	11.235
Si	39.546	9.562	11.389
Si	42.195	-4.073	11.198
Si	44.943	-1.351	11.059
Si	47.646	1.373	10.96
Si	44.966	4.112	11.065
Si	47.676	6.765	11.011
Si	44.955	9.535	11.056
Si	47.641	-4.107	10.936
Si	35.493	-0.063	12.906
Si	38.235	2.794	12.778
Si	35.496	5.457	12.984
Si	38.227	8.212	12.782
Si	35.481	10.952	12.905
Si	38.223	-2.686	12.846
Si	40.869	0.076	12.631
Si	43.644	2.737	12.418
Si	40.91	5.48	12.623
Si	43.609	8.277	12.496
Si	40.92	10.957	12.711
Si	43.615	-2.712	12.433
Si	46.347	0.012	12.352
Si	48.967	2.727	12.339
Si	46.368	5.412	12.433
Si	49.078	8.132	12.304
Si	46.368	10.844	12.37
Si	49.045	-2.74	12.189
Si	34.113	1.292	14.232
Si	36.968	4.114	14.258
Si	34.167	6.794	14.431
Si	36.899	9.583	14.171
Si	34.179	-3.972	14.324
Si	36.895	-1.386	14.312
Si	39.614	1.459	14.118
Si	42.328	4.057	13.821
Si	39.663	6.874	14.076
Si	42.368	9.649	14.002
Si	39.647	-4.001	14.195
Si	42.288	-1.349	13.811
Si	45.036	1.4	13.732
Si	47.686	4.008	13.859
Si	45.036	6.883	13.681
Si	47.777	9.476	13.7
Si	45.007	-4.107	13.695
Si	47.754	-1.401	13.592
Si	32.766	0.024	15.725
Si	35.633	2.569	15.452
Si	32.763	5.396	15.812
Si	35.675	8.205	15.649
Si	32.85	10.88	15.578
Si	35.536	-2.666	15.842
Si	38.307	0.071	15.531
Si	41.134	2.784	15.397
Si	38.387	5.543	15.57
Si	41.065	8.291	15.38
Si	38.215	10.989	15.54
Si	41.123	-2.584	15.428
Si	43.721	0.001	15.019
Si	46.31	2.609	15.28
Si	43.724	5.494	14.968
Si	46.41	8.145	15.081
Si	43.793	11.024	15.309
Si	46.426	-2.755	14.91
Si	34.376	-0.999	17.137
Si	36.756	1.128	16.977
Si	34.327	3.897	16.76
Si	37.426	7.22	16.959
Si	34.466	9.788	16.871
Si	36.703	-4.328	17.123
Si	40.042	-0.934	16.731
Si	42.399	1.133	16.547
Si	40.153	4.491	16.702
Si	42.387	6.674	16.434
Si	39.535	9.5	16.721
Si	42.925	-3.515	16.648
Si	45.144	-1.354	16.237
Si	47.354	0.85	16.53
Si	45.095	4.314	16.398
Si	47.338	6.502	16.494
Si	45.444	9.779	16.438
Si	47.566	-4.265	16.253
Si	47.696	-2.282	20.948
Si	32.759	2.471	19.133
Si	48.827	-7.268	-4.948
Si	37.215	6.411	-4.806
Si	33.373	7.786	19.009
Si	35.668	5.692	18.665
Si	41.906	-0.945	-3.528
Si	51.294	4.697	-6.582
Si	37.693	-3.633	20.131
Si	47.642	1.233	-6.805
Si	39.328	-0.441	-2.125
Si	46.832	-3.246	-5.093
Si	48.101	4.446	-6.824
Si	50.737	8.091	-1.661
Si	44.622	0.675	-6.871
Si	46.176	-7.498	-4.168
Si	49.916	-2.634	-5.442
Si	50.109	-5.916	18.974
Si	42.057	7.323	-6.291
Si	48.569	1.152	-3.995
Si	46.351	0.756	-2.174
Si	43.469	-3.064	-1.827
Si	40.615	3.57	19.548
Si	41.385	-2.897	-5.655
Si	46.828	-6.108	-6.495
Si	43.627	2.843	18.717
Si	43.705	-7.836	18.468
Si	33.157	-1.986	19.983
Si	33.238	-3.977	-3.44
Si	43.949	1.379	-3.957
Si	55.127	-0.226	-4.921
Si	39.372	6.359	-7.001
Si	51.22	-5.44	-5.174
Si	55.191	3.914	-3.094
Si	44.211	-2.419	-6.552
Si	48.891	8.069	18.218
Si	31.476	1.997	-6.828
Si	43.128	3.916	-2.536
Si	41.765	-7.126	-4.115
Si	41.814	6.31	-3.535
Si	47.088	-2.393	-2.226
Si	38.191	-5.801	-1.765
Si	30.097	1.359	-2.351
Si	38.196	1.737	19.752
Si	39.357	-1.062	19.76
Si	40.151	4.155	-2.484
Si	35.112	-2.508	-1.671
Si	39.411	-5.208	-4.498
Si	41.631	-5.533	18.548
Si	49.881	-1.471	-2.769
Si	47.692	6.349	-4.526
Si	48.694	5.661	-1.789
Si	44.005	-5.886	-2.479
Si	51.073	2.063	-4.979
Si	49.937	-0.985	0.109
Si	52.553	1.617	-0.09
Si	50.282	3.794	0.061
Si	52.963	7.059	-0.071
Si	49.62	9.987	0.026
Si	53.26	11.833	-0.075
Si	56.168	-1.693	-0.089
Si	58.156	1.625	0.098
Si	55.866	3.881	-0.046
Si	58.441	6.638	0.21
Si	55.655	9.679	0.142
Si	58.498	12.431	0.074
Si	61.514	-1.215	0.029
Si	63.86	1.371	0.624
Si	61.61	3.381	0.232
Si	63.523	6.835	0.07
Si	61.506	9.218	0.258
Si	64.112	11.911	0.041
Si	51.553	0.075	1.389
Si	54.236	2.713	1.203
Si	51.618	5.43	1.177
Si	54.403	8.148	1.412
Si	51.487	10.906	1.235
Si	54.365	-2.727	1.114
Si	57.108	-0.058	1.331
Si	59.81	2.585	1.497
Si	56.943	5.402	1.441
Si	59.789	8.124	1.43
Si	57.246	10.874	1.363
Si	60.074	-2.696	1.313
Si	62.457	-0.016	1.772
Si	65.279	2.789	1.667
Si	62.478	5.253	1.422
Si	65.166	8.003	1.323
Si	62.625	10.802	1.506
Si	65.059	-2.723	1.448
Si	50.189	1.369	2.835
Si	52.944	4.094	2.64
Si	50.19	6.831	2.566
Si	52.888	9.525	2.631
Si	50.258	12.297	2.726
Si	53.008	-1.371	2.579
Si	55.64	1.323	2.605
Si	58.43	4.06	2.75
Si	55.666	6.776	2.808
Si	58.476	9.496	2.787
Si	55.736	12.254	2.605
Si	58.571	-1.369	2.679
Si	61.051	1.322	3.004
Si	63.868	4.122	2.923
Si	61.119	6.678	2.763
Si	63.954	9.412	2.814
Si	61.222	12.19	2.78
Si	63.799	-1.477	2.961
Si	48.825	-0.007	4.185
Si	51.613	2.75	4.08
Si	48.842	5.493	4.032
Si	51.56	8.148	4.008
Si	48.872	10.922	4.123
Si	51.662	-2.691	4.04
Si	54.337	-0.024	4.013
Si	57.029	2.667	4.034
Si	54.287	5.405	4.09
Si	57.081	8.143	4.113
Si	54.329	10.891	3.968
Si	57.117	-2.722	3.994
Si	59.74	-0.078	4.26
Si	62.504	2.715	4.231
Si	59.767	5.396	4.169
Si	62.519	8.072	4.119
Si	59.829	10.857	4.127
Si	62.478	-2.828	4.272
Si	50.379	-1.354	10.86
Si	52.991	1.349	10.814
Si	50.324	4.072	10.946
Si	52.997	6.775	10.86
Si	50.371	9.488	10.885
Si	53.079	-4.088	10.856
Si	55.792	-1.345	10.865
Si	58.502	1.368	10.913
Si	55.766	4.098	10.848
Si	58.473	6.874	10.869
Si	55.78	9.544	10.864
Si	58.486	-4.042	10.927
Si	61.196	-1.349	10.991
Si	63.942	1.342	10.972
Si	61.228	4.133	10.917
Si	63.971	6.824	11.036
Si	61.204	9.557	11
Si	63.861	-4.09	10.977
Si	51.665	0.04	12.244
Si	54.382	2.683	12.11
Si	51.687	5.419	12.3
Si	54.385	8.151	12.141
Si	51.754	10.83	12.21
Si	54.433	-2.699	12.188
Si	57.155	-0.006	12.264
Si	59.897	2.746	12.236
Si	57.123	5.509	12.187
Si	59.823	8.192	12.304
Si	57.131	10.918	12.26
Si	59.815	-2.688	12.357
Si	62.592	-0.001	12.365
Si	65.344	2.685	12.319
Si	62.569	5.473	12.347
Si	65.316	8.223	12.428
Si	62.529	10.919	12.433
Si	65.214	-2.723	12.307
Si	50.27	1.33	13.683
Si	53.056	3.947	13.531
Si	50.384	6.79	13.73
Si	53.139	9.498	13.577
Si	50.381	-4.128	13.501
Si	53.102	-1.301	13.501
Si	55.744	1.399	13.484
Si	58.568	4.195	13.49
Si	55.645	6.769	13.518
Si	58.457	9.558	13.655
Si	55.786	-4.006	13.595
Si	58.51	-1.283	13.74
Si	61.289	1.468	13.668
Si	63.993	4.081	13.626
Si	61.212	6.892	13.7
Si	63.901	9.583	13.842
Si	61.113	-4.034	13.799
Si	63.893	-1.418	13.768
Si	48.969	-0.102	15.086
Si	51.685	2.685	14.96
Si	49.029	5.453	15.177
Si	51.928	8.089	14.999
Si	49.163	10.88	14.991
Si	51.711	-2.719	14.729
Si	54.466	0.054	14.89
Si	57.047	2.908	14.657
Si	54.396	5.269	14.885
Si	56.95	8.186	14.814
Si	54.429	10.923	14.923
Si	57.093	-2.656	15.063
Si	59.89	0.19	15.033
Si	62.749	2.726	15.096
Si	59.924	5.431	14.991
Si	62.445	8.275	15.213
Si	59.721	10.922	15.168
Si	62.44	-2.664	15.22
Si	50.636	-1.316	16.209
Si	52.8	1.024	16.165
Si	50.642	4.253	16.37
Si	52.952	6.369	16.287
Si	50.488	9.388	16.235
Si	53.249	-3.746	16.077
Si	55.483	-1.489	16.314
Si	58.368	1.702	16.003
Si	56.018	4.264	16.279
Si	58.151	6.59	15.952
Si	55.893	9.742	16.281
Si	58.059	-4.285	16.447
Si	61.37	-0.924	16.498
Si	63.86	1.047	16.465
Si	61.65	4.399	16.32
Si	63.78	6.699	16.308
Si	61.219	9.835	16.632
Si	63.521	-4.242	16.62
Si	63.363	-3.574	19.66
Si	49.483	2.148	18.474
Si	64.841	7.947	-6.157
Si	53.305	6.87	20.76
Si	50.493	8.105	20.594
Si	54.896	7.767	18.397
Si	53.288	-1.212	20.486
Si	66.43	5.586	-6.726
Si	53.106	-3.768	18.956
Si	56.853	0.269	18.204
Si	58.154	3.838	-3.881
Si	63.381	-5.835	-6.147
Si	60.011	2.824	18.234
Si	67.321	7.738	-2.264
Si	58.379	-3.88	19.483
Si	58.463	4.53	20.053
Si	64.305	-6.234	20.594
Si	-62.308	-2.801	18.51
Si	59.855	-0.121	18.87
Si	60.588	4.979	-4.091
Si	59.524	0.103	-2.123
Si	56.989	-1.401	-2.936
Si	55.843	3.042	19.263
Si	60.748	-6.643	-4.607
Si	67.701	7.854	-5.272
Si	62.687	1.881	-6.085
Si	57.981	7.202	18.69
Si	55.407	-3.186	20.301
Si	55.879	-2.587	-6.489
Si	60.282	2.045	-4.321
Si	-61.097	3.764	-4.138
Si	53.786	5.9	-5.026
Si	65.845	-4.843	-4.831
Si	-59.708	5.265	-2.042
Si	63.418	-0.785	-6.94
Si	65.431	-8.036	18.514
Si	53.427	1.35	-3.045
Si	53.096	3.815	20.526
Si	62.137	7.204	-5.171
Si	59.837	4.736	-1.594
Si	63.98	-2.221	-1.817
Si	57.523	-7.814	-1.963
Si	53.245	7.955	-2.89
Si	52.265	1.394	18.977
Si	49.282	-2.986	18.496
Si	57.717	-6.918	-4.732
Si	53.446	-5.23	-2.958
Si	56.253	-4.257	-4.146
Si	59.688	-6.764	19.49
Si	64.689	-1.977	-4.754
Si	64.815	3.696	-4.729
Si	65.15	5.455	-2.176
Si	59.88	-5.717	-1.886
Si	67.036	-0.356	-5.908
Si	65.789	-0.969	0.032
Si	68.895	1.624	-0.003
Si	66.658	3.811	0.088
Si	69.222	6.685	0.071
Si	66.261	9.584	-0.031
Si	69.137	11.944	-0.173
Si	72.158	-1.644	-0.058
Si	74.377	1.319	0.054
Si	72.202	3.601	-0.112
Si	-55.878	6.344	-0.251
Si	71.373	9.651	-0.092
Si	-56.231	12.388	-0.203
Si	-53.03	-1.64	-0.001
Si	-50.57	1.136	0.054
Si	-52.612	3.465	-0.268
Si	-50.95	6.986	-0.242
Si	-53.145	9.241	-0.401
Si	-50.944	12.399	-0.09
Si	67.729	-0.056	1.157
Si	70.54	2.652	1.286
Si	67.854	5.349	1.387
Si	70.429	8.147	1.401
Si	67.765	10.796	1.329
Si	70.416	-2.763	1.083
Si	73.219	-0.157	1.409
Si	-54.456	2.564	1.044
Si	-57.331	5.262	1.2
Si	-54.625	7.963	0.97
Si	-57.383	10.736	1.027
Si	-54.685	-2.81	1.174
Si	-51.911	-0.17	1.392
Si	-49.118	2.537	1.171
Si	-51.855	5.265	1.086
Si	-49.277	8.106	0.954
Si	-52.038	10.725	1.06
Si	-49.35	-2.737	1.094
Si	66.598	1.262	2.801
Si	69.268	4.021	2.712
Si	66.529	6.728	2.741
Si	69.13	9.507	2.759
Si	66.505	12.228	2.722
Si	69.139	-1.407	2.54
Si	71.843	1.248	2.663
Si	-55.845	3.941	2.472
Si	-58.654	6.706	2.562
Si	-55.981	9.364	2.374
Si	-58.725	12.148	2.459
Si	-55.927	-1.485	2.664
Si	-53.275	1.259	2.586
Si	-50.45	3.989	2.455
Si	-53.263	6.637	2.412
Si	-50.551	9.463	2.369
Si	-53.325	12.095	2.474
Si	-50.522	-1.494	2.644
Si	65.222	-0.058	4.19
Si	67.961	2.643	4.117
Si	65.232	5.456	4.228
Si	67.86	8.103	4.116
Si	65.247	10.829	4.158
Si	67.898	-2.749	4.046
Si	70.504	-0.1	4.003
Si	-57.242	2.623	3.898
Si	-59.945	5.397	4.029
Si	-57.269	8.071	3.875
Si	-59.982	10.861	3.999
Si	-57.339	-2.867	3.916
Si	-54.579	-0.097	3.972
Si	-51.829	2.639	3.824
Si	-54.571	5.338	3.864
Si	-51.858	8.039	3.723
Si	-54.647	10.721	3.815
Si	-51.913	-2.901	3.859
Si	66.63	-1.354	10.99
Si	69.365	1.385	10.945
Si	66.702	4.074	10.986
Si	69.398	6.764	10.908
Si	66.624	9.502	10.941
Si	69.337	-4.105	10.904
Si	72.115	-1.371	10.795
Si	-55.772	1.266	10.719
Si	-58.483	4.038	10.827
Si	-55.729	6.718	10.688
Si	-58.451	9.465	10.777
Si	-55.74	-4.156	10.685
Si	-53.036	-1.473	10.578
Si	-50.303	1.243	10.45
Si	-53.008	4.003	10.552
Si	-50.264	6.715	10.479
Si	-52.984	9.458	10.593
Si	-50.306	-4.183	10.547
Si	68.017	0.038	12.332
Si	70.726	2.775	12.312
Si	68.083	5.44	12.362
Si	70.809	8.133	12.207
Si	67.975	10.854	12.29
Si	70.766	-2.708	12.15
Si	73.474	-0.047	12.206
Si	-54.355	2.671	11.944
Si	-57.046	5.375	12.114
Si	-54.292	8.075	11.953
Si	-57.067	10.828	12.09
Si	-54.331	-2.827	12.01
Si	-51.636	-0.108	11.868
Si	-48.888	2.593	11.734
Si	-51.578	5.328	11.86
Si	-48.879	8.089	11.805
Si	-51.639	10.796	12.007
Si	-48.89	-2.756	11.782
Si	66.664	1.363	13.788
Si	69.426	4.125	13.84
Si	66.808	6.884	13.72
Si	69.458	9.526	13.567
Si	66.543	-4.109	13.631
Si	69.483	-1.328	13.561
Si	72.136	1.411	13.598
Si	-55.635	4.002	13.411
Si	72.23	6.759	13.525
Si	-55.608	9.445	13.325
Si	72.137	-4.088	13.446
Si	74.913	-1.507	13.434
Si	-52.967	1.292	13.204
Si	-50.204	3.923	13.162
Si	-52.879	6.704	13.249
Si	-50.175	9.414	13.268
Si	-52.998	-4.157	13.446
Si	-50.274	-1.482	13.22
Si	65.344	-0.147	15.124
Si	67.953	2.797	15.241
Si	65.279	5.571	14.895
Si	68.282	8.195	15.094
Si	65.251	10.975	15.24
Si	68.073	-2.765	14.74
Si	70.773	0.078	15.001
Si	73.617	2.732	14.918
Si	70.949	5.54	15.101
Si	73.695	8.135	14.76
Si	70.82	10.935	14.879
Si	73.547	-2.865	14.833
Si	76.316	-0.042	14.62
Si	-51.591	2.6	14.553
Si	-54.196	5.381	14.653
Si	-51.491	7.97	14.657
Si	-54.339	10.713	14.807
Si	-51.559	-2.789	14.758
Si	67.051	-1.361	16.271
Si	69.11	1.094	16.459
Si	66.519	4.403	16.437
Si	70.103	7.302	16.484
Si	67.021	9.771	16.272
Si	69.16	-4.251	16.154
Si	72.484	-1.143	16.024
Si	74.816	1.044	16.047
Si	72.706	4.466	16.276
Si	75.014	6.657	16.064
Si	72.304	9.537	15.999
Si	74.548	-4.59	16.165
Si	77.851	-1.11	16.002
Si	-50.501	1.141	16.019
Si	-52.711	4.12	15.939
Si	-50.42	6.291	15.952
Si	-52.658	9.512	15.992
Si	-50.419	-4.487	15.997
Si	-48.936	-2.691	-6.46
Si	65.447	2.604	18.654
Si	-51.687	-6.03	-6.785
Si	-58.487	7.267	-4.19
Si	67.214	6.894	20.733
Si	-62.021	5.512	18.364
Si	-60.574	-1.84	20.603
Si	-49.079	2.8	18.422
Si	-58.575	-5.031	-6.379
Si	-50.706	6.103	-4.713
Si	-57.172	2.588	-5.671
Si	-51.195	-3.782	18.739
Si	-50.539	4.036	-6.951
Si	-46.718	6.225	-3.348
Si	-55.779	-2.513	20.31
Si	-54.023	-7.989	-6.693
Si	-55.466	-5.369	-5.635
Si	-47.283	-6.301	18.361
Si	-57.7	1.342	20.199
Si	-51.723	7.159	20.426
Si	-54.757	-0.371	-2.151
Si	-59.055	-1.151	-2.95
Si	-57.057	4.086	19.116
Si	-56.438	-1.916	-3.954
Si	-48.285	8.019	-5.186
Si	-54.356	2.691	18.283
Si	-53.743	7.857	18.423
Si	-58.118	-1.152	18.889
Si	-61.675	-2.682	-5.541
Si	-52.873	2.266	-6.229
Si	-41.566	5.262	-6.209
Si	-58.987	4.881	-5.938
Si	-47.782	-6.01	-3.166
Si	-42.782	3.907	-3.793
Si	-53.995	-3.051	18.052
Si	-49.031	-8.041	20.158
Si	67.162	2.049	-4.354
Si	-54.815	2.006	-3.876
Si	-53.725	6.685	-4.145
Si	-54.344	4.425	-2.301
Si	-49.539	-3.571	-2.65
Si	-59.566	-6.559	-2.933
Si	-61.059	1.079	-2.955
Si	-61.938	2.537	18.999
Si	-61.86	-4.487	20.825
Si	-56.024	7.931	-2.741
Si	-62.176	-4.779	-3.174
Si	-58.56	-3.961	-3.668
Si	-54.272	-2.53	-5.961
Si	-51.535	-3.447	-5.157
Si	-45.829	3.546	-4.617
Si	-49.331	5.351	-2.33
Si	-55.057	-5.701	-2.46
Si	-49.58	-1.573	19.927
Si	-48.739	-1.267	-0.649
Si	-45.544	1.398	-0.741
Si	-47.779	3.588	-0.409
Si	-45.519	6.965	-0.752
Si	-47.747	9.258	-0.389
Si	-44.839	12.012	-0.422
Si	-41.971	-1.582	-0.583
Si	-39.844	1.743	-0.651
Si	-42.261	3.811	-0.756
Si	-39.262	6.399	-0.736
Si	-42.612	9.697	-0.771
Si	-39.696	12.449	-0.6
Si	-36.383	-1.253	-0.771
Si	-33.867	1.332	-0.573
Si	-36.995	4.162	-0.471
Si	-34.48	7.038	-0.465
Si	-36.67	9.213	-0.329
Si	-33.809	11.934	-0.718
Si	-46.71	-0.231	0.524
Si	-43.84	2.581	0.525
Si	-46.54	5.316	0.652
Si	-43.735	8.027	0.487
Si	-46.518	10.886	0.796
Si	-43.655	-2.679	0.706
Si	-40.864	0.041	0.645
Si	-38.244	2.676	0.76
Si	-41.014	5.384	0.52
Si	-38.359	8.039	0.724
Si	-40.924	10.78	0.558
Si	-37.957	-2.694	0.482
Si	-35.337	0.074	0.771
Si	-32.644	2.7	0.803
Si	-35.411	5.293	0.772
Si	-32.619	8.068	0.598
Si	-35.442	10.938	0.64
Si	-32.744	-2.769	0.635
Si	-47.718	1.1	2.28
Si	-45.079	3.992	1.992
Si	-47.832	6.667	2.154
Si	-45.056	9.422	1.993
Si	-47.815	12.214	2.227
Si	-45.164	-1.404	1.975
Si	-42.384	1.309	1.948
Si	-39.642	4.077	2.013
Si	-42.335	6.753	1.912
Si	-39.653	9.457	2.013
Si	-42.259	12.184	1.974
Si	-39.408	-1.36	1.891
Si	-36.823	1.331	2.051
Si	-34.014	4.026	2.108
Si	-36.849	6.717	2.051
Si	-34.021	9.485	1.948
Si	-36.791	12.26	1.984
Si	-34.04	-1.414	2.049
Si	-49.068	-0.102	3.792
Si	-46.338	2.606	3.48
Si	-49.067	5.375	3.693
Si	-46.389	8.066	3.423
Si	-49.13	10.831	3.639
Si	-46.38	-2.764	3.496
Si	-43.717	-0.061	3.334
Si	-40.993	2.67	3.327
Si	-43.666	5.367	3.324
Si	-40.993	8.091	3.354
Si	-43.65	10.807	3.34
Si	-40.835	-2.749	3.253
Si	-38.148	-0.057	3.372
Si	-35.419	2.662	3.383
Si	-38.215	5.376	3.383
Si	-35.413	8.117	3.312
Si	-38.183	10.835	3.282
Si	-35.419	-2.763	3.369
Si	-47.547	-1.477	10.324
Si	-44.848	1.282	10.256
Si	-47.569	3.99	10.347
Si	-44.838	6.782	10.226
Si	-47.576	9.464	10.385
Si	-44.823	-4.116	10.282
Si	-42.111	-1.387	10.179
Si	-39.412	1.31	10.178
Si	-42.07	4.022	10.115
Si	-39.419	6.758	10.045
Si	-42.141	9.506	10.132
Si	-39.416	-4.099	10.068
Si	-36.739	-1.381	10.066
Si	-34.009	1.262	10.082
Si	-36.722	3.99	10.055
Si	-33.994	6.727	10.049
Si	-36.707	9.47	10.017
Si	-34.025	-4.129	9.985
Si	-46.159	-0.136	11.64
Si	-43.373	2.655	11.475
Si	-46.198	5.435	11.59
Si	-43.405	8.122	11.541
Si	-46.207	10.891	11.671
Si	-43.403	-2.731	11.593
Si	-40.748	-0.062	11.567
Si	-38.03	2.685	11.522
Si	-40.701	5.394	11.451
Si	-38.06	8.125	11.369
Si	-40.776	10.905	11.441
Si	-38.082	-2.726	11.429
Si	-35.371	-0.074	11.471
Si	-32.659	2.613	11.449
Si	-35.348	5.342	11.37
Si	-32.605	8.066	11.404
Si	-35.325	10.814	11.35
Si	-32.747	-2.751	11.379
Si	-47.55	1.142	13.012
Si	-44.669	4.116	12.721
Si	-47.515	6.682	13.113
Si	-44.78	9.485	12.867
Si	-47.458	-4.004	13.143
Si	-44.689	-1.372	13.011
Si	-42.078	1.33	12.934
Si	-39.353	4.109	12.88
Si	-41.95	6.77	12.861
Si	-39.395	9.534	12.698
Si	-41.995	-4.04	12.935
Si	-39.399	-1.453	12.939
Si	-36.661	1.306	12.869
Si	-34.016	4.005	12.784
Si	-36.705	6.718	12.673
Si	-33.965	9.46	12.713
Si	-36.639	-4.075	12.662
Si	-34.058	-1.454	12.869
Si	-48.967	-0.085	14.568
Si	-45.923	2.577	13.867
Si	-48.821	5.246	14.522
Si	-46.063	8.108	14.289
Si	-48.806	10.926	14.492
Si	-45.977	-2.624	14.482
Si	-43.367	-0.022	14.43
Si	-40.69	2.739	14.217
Si	-43.355	5.425	14.171
Si	-40.565	8.186	14.185
Si	-43.399	10.898	14.138
Si	-40.686	-2.784	14.497
Si	-37.993	-0.065	14.222
Si	-35.325	2.679	14.242
Si	-37.975	5.495	14.219
Si	-35.313	8.049	13.958
Si	-38.005	10.916	13.937
Si	-35.409	-2.841	14.241
Si	-47.473	-1.36	15.842
Si	-44.541	1.692	15.538
Si	-47.217	3.714	15.301
Si	-44.368	7.057	15.499
Si	-47.086	9.79	15.514
Si	-44.79	-4.322	15.66
Si	-41.73	-1.035	15.813
Si	-39.507	1.178	15.472
Si	-42.283	3.858	15.52
Si	-38.83	7.276	15.524
Si	-42.213	9.343	15.345
Si	-38.93	-4.005	15.572
Si	-36.887	-1.618	15.604
Si	-33.715	1.577	15.569
Si	-36.475	4.277	15.561
Si	-34.294	6.509	15.395
Si	-36.668	9.486	15.144
Si	-34.602	-4.53	15.711
Si	-34.993	-3.892	18.704
Si	-50.067	1.347	20.741
Si	-32.519	-5.655	-6.263
Si	-44.546	5.161	19.911
Si	-48.663	6.039	18.272
Si	-45.946	5.54	17.408
Si	-42.327	-1.384	18.958
Si	-32.909	3.126	20.608
Si	-44.48	-6.369	19.63
Si	-33.905	0.491	20.248
Si	-42.349	1.118	-4.809
Si	-37.766	-3.077	19.736
Si	-36.274	1.342	-4.836
Si	-30.983	7.579	-2.779
Si	-39.607	-0.754	20.161
Si	-39.901	2.278	19.713
Si	-36.182	-6.694	19.16
Si	-30.392	-5.536	19.455
Si	-38.859	-7.465	-5.498
Si	-35.161	3.217	-2.734
Si	-38.354	0.269	-2.711
Si	-40.979	-1.202	-3.328
Si	-41.729	4.374	18.541
Si	-39.941	-4.002	-3.612
Si	-33.784	6.027	20.755
Si	-37.758	2.506	17.766
Si	-40.069	6.83	18.341
Si	-38.865	4.545	-5.834
Si	-46.448	-3.857	-5.819
Si	-40.893	2.625	-6.966
Si	-29.11	1.05	-6.497
Si	-41.641	-6.455	-6.508
Si	-29.36	-7.725	-5.025
Si	-26.935	4.892	-2.927
Si	-39.022	-5.397	18.397
Si	-34.14	7.678	18.246
Si	-46.814	-1.026	-5.644
Si	-36.675	-6.592	-7.053
Si	-34.9	-6.107	-4.79
Si	-35.922	8.019	-2.882
Si	-33.997	-2.335	-2.706
Si	-42.361	-6.011	-3.718
Si	-45.289	0.716	-3.769
Si	-46.958	1.404	17.174
Si	-47.374	-3.084	18.247
Si	-37.549	-5.036	-4.954
Si	-45.18	-4.67	-3.221
Si	-44.454	-3.529	18.646
Si	-41.636	-6.904	18.219
Si	-34.2	-0.94	-5.44
Si	-31.137	3.728	-5.17
Si	-32.662	5.029	-2.981
Si	-38.567	6.552	-3.69
Si	-31.358	-0.988	-6.588
Si	-31.963	-1.17	-0.891
Si	-28.84	1.578	-0.958
Si	-31.104	3.803	-0.495
Si	-28.648	6.542	-0.785
Si	-31.559	9.656	-0.761
Si	-28.226	11.983	-0.977
Si	-25.246	-1.566	-0.848
Si	-22.85	1.532	-0.606
Si	-25.241	3.588	-0.811
Si	-23.166	6.654	-0.473
Si	-25.38	8.86	-0.803
Si	-23.119	12.36	-0.619
Si	-19.726	-1.891	-0.422
Si	-17.643	1.503	-0.07
Si	-19.688	3.872	-0.501
Si	-17.731	6.968	-0.198
Si	-19.965	9.15	-0.404
Si	-17.528	12.25	-0.086
Si	-29.984	-0.167	0.216
Si	-27.05	2.527	0.363
Si	-29.875	5.317	0.738
Si	-27.166	7.947	0.469
Si	-29.788	10.767	0.4
Si	-27.118	-2.65	0.3
Si	-24.166	-0.067	0.598
Si	-21.45	2.781	0.743
Si	-24.422	5.181	0.755
Si	-21.63	7.977	0.778
Si	-24.358	10.656	0.49
Si	-21.537	-2.87	0.757
Si	-18.945	-0.109	0.976
Si	-16.202	2.819	1.131
Si	-18.829	5.377	1.072
Si	-16.233	8.312	1.002
Si	-18.965	10.777	1
Si	-16.215	-2.528	1.061
Si	-31.223	1.166	1.861
Si	-28.403	3.885	1.88
Si	-31.28	6.718	1.974
Si	-28.489	9.394	1.83
Si	-31.187	12.177	1.813
Si	-28.548	-1.4	1.707
Si	-25.732	1.216	1.857
Si	-22.956	3.981	2.115
Si	-25.86	6.608	1.957
Si	-23.042	9.407	2.026
Si	-25.8	12.143	1.731
Si	-22.929	-1.446	2.036
Si	-20.334	1.306	2.206
Si	-17.518	4.13	2.49
Si	-20.344	6.696	2.264
Si	-17.621	9.514	2.419
Si	-20.366	12.121	2.27
Si	-17.609	-1.314	2.452
Si	-32.591	-0.092	3.318
Si	-29.846	2.55	3.212
Si	-32.629	5.395	3.374
Si	-29.877	8.089	3.254
Si	-32.593	10.838	3.229
Si	-29.852	-2.772	3.169
Si	-27.177	-0.108	3.179
Si	-24.422	2.579	3.323
Si	-27.184	5.274	3.332
Si	-24.474	8.023	3.31
Si	-27.151	10.811	3.182
Si	-24.441	-2.851	3.224
Si	-21.719	-0.068	3.504
Si	-18.972	2.654	3.625
Si	-21.733	5.351	3.564
Si	-19.014	8.087	3.651
Si	-21.775	10.747	3.515
Si	-19.012	-2.785	3.626
Si	-31.298	-1.436	10.075
Si	-28.61	1.289	10.118
Si	-31.298	3.968	10.089
Si	-28.645	6.651	10.074
Si	-31.317	9.397	9.97
Si	-28.643	-4.174	10.077
Si	-25.852	-1.42	10.167
Si	-23.25	1.203	10.329
Si	-25.936	3.894	10.172
Si	-23.246	6.616	10.187
Si	-25.95	9.401	10.081
Si	-23.247	-4.163	10.164
Si	-20.554	-1.423	10.295
Si	-17.818	1.271	10.399
Si	-20.598	3.936	10.336
Si	-17.795	6.735	10.337
Si	-20.531	9.436	10.237
Si	-17.861	-4.128	10.395
Si	-29.942	-0.086	11.449
Si	-27.299	2.585	11.595
Si	-29.951	5.284	11.502
Si	-27.313	8.03	11.403
Si	-30.078	10.782	11.364
Si	-27.228	-2.823	11.391
Si	-24.591	-0.143	11.753
Si	-21.926	2.527	11.755
Si	-24.576	5.206	11.543
Si	-21.865	7.978	11.488
Si	-24.62	10.762	11.447
Si	-21.933	-2.815	11.571
Si	-19.265	-0.062	11.726
Si	-16.446	2.623	11.739
Si	-19.229	5.353	11.589
Si	-16.453	8.105	11.702
Si	-19.25	10.775	11.686
Si	-16.577	-2.706	11.759
Si	-31.329	1.224	12.824
Si	-28.64	3.947	12.991
Si	-31.293	6.68	12.815
Si	-28.687	9.445	12.681
Si	-31.509	-4.19	12.697
Si	-28.519	-1.449	12.736
Si	-26.041	1.236	13.086
Si	-23.331	3.862	13.076
Si	-26.017	6.576	12.742
Si	-23.281	9.317	12.704
Si	-25.939	-4.161	12.801
Si	-23.188	-1.578	13.105
Si	-20.58	1.194	13.226
Si	-17.964	3.945	12.925
Si	-20.55	6.699	12.967
Si	-17.906	9.353	12.997
Si	-20.694	-4.192	12.972
Si	-18.034	-1.439	13.136
Si	-32.708	-0.098	14.225
Si	-29.999	2.507	14.293
Si	-32.664	5.343	14.174
Si	-29.923	8.073	14.104
Si	-32.85	10.871	14.229
Si	-29.997	-2.835	13.787
Si	-27.327	-0.276	14.428
Si	-24.779	2.605	14.562
Si	-27.302	5.391	14.331
Si	-24.657	7.958	13.976
Si	-27.377	10.833	14.04
Si	-24.586	-3.042	14.363
Si	-21.867	-0.273	14.642
Si	-19.22	2.694	14.488
Si	-21.873	5.281	14.276
Si	-19.213	7.993	14.438
Si	-22.054	10.615	14.153
Si	-19.403	-2.894	14.459
Si	-31.154	-1.506	15.256
Si	-29.05	0.787	15.652
Si	-31.522	3.794	15.533
Si	-28.291	7.135	15.555
Si	-31.138	9.685	15.219
Si	-29.006	-4.315	15.262
Si	-25.666	-1.483	15.726
Si	-23.605	0.907	15.69
Si	-25.784	4.446	15.907
Si	-23.462	6.525	15.362
Si	-26.109	9.287	15.169
Si	-23.809	-5.004	15.543
Si	-20.718	-1.882	16.177
Si	-17.455	1.763	15.728
Si	-20.418	4.235	15.817
Si	-18.084	6.321	15.717
Si	-20.444	9.649	15.535
Si	-18.167	-4.52	15.568
Si	-14.548	-5.341	19.738
Si	-35.547	0.267	17.782
Si	-16.669	-7.679	-4.822
Si	-26.67	7.02	-5.215
Si	-31.518	-7.814	18.062
Si	-30.153	5.774	17.664
Si	-25.511	-2.833	18.555
Si	-19.295	2.934	20.616
Si	-27.235	-5.269	19.785
Si	-18.602	0.738	-7.041
Si	-23.287	1.673	-5.311
Si	-21.124	-5.62	20.157
Si	-19.013	1.102	18.294
Si	-13.901	8.088	-2.297
Si	-21.968	1.483	20.696
Si	-19.629	-7.559	-5.845
Si	-19.648	8.018	19.089
Si	-11.682	7.401	20.574
Si	-21.775	6.979	-6.838
Si	-16.342	1.238	-5.02
Si	-21.34	-0.323	-2.587
Si	-24.119	-0.696	-3.46
Si	-25.934	5.428	18.873
Si	-23.253	-7.459	20.32
Si	-18.303	5.618	20.674
Si	-21.755	2.21	17.799
Si	-22.005	8.071	17.68
Si	-26.946	-0.716	19.983
Si	-30.023	-3.702	-6.286
Si	-21.069	-0.372	-5.589
Si	-12.541	3.928	-4.776
Si	-29.941	3.832	19.944
Si	-14.201	-6.37	-4.56
Si	-7.963	3.132	-1.877
Si	-22.576	-3.798	17.993
Si	-15.349	4.598	20.44
Si	-29.696	-1.294	19.568
Si	-21.711	4.352	-5.379
Si	-21.112	-7.325	-3.141
Si	-21.223	5.775	-2.571
Si	-14.245	-0.674	-5.825
Si	-26.096	-5.596	-2.767
Si	-28.816	2.484	-3.812
Si	-28.62	1.291	18.725
Si	-30.479	-3.253	17.417
Si	-23.066	-5	-3.372
Si	-28.704	-4.934	-3.89
Si	-23.203	-2.684	-5.449
Si	-26.191	-8.026	19.779
Si	-18.39	-5.245	20.747
Si	-15.521	4.312	-4.807
Si	-16.341	6.451	-2.81
Si	-24.316	-8.029	-6.65
Si	-17.177	-4.005	18.475
Si	-15.396	-0.748	-0.311
Si	-12.162	1.686	0.217
Si	-14.418	3.764	-0.145
Si	-12.002	6.816	-0.137
Si	-15.298	10.069	-0.308
Si	-11.761	12.089	-0.346
Si	-8.943	-1.393	-0.085
Si	-6.49	1.694	0.295
Si	-9.729	4.668	-0.216
Si	-6.824	7.59	-0.45
Si	-9.711	9.633	-0.092
Si	-6.931	-3.833	-0.069
Si	-3.74	-1.515	-0.071
Si	-1.325	1.914	-0.001
Si	-3.576	4.138	-0.007
Si	-1.375	7.322	0.147
Si	-3.659	-6.822	0.145
Si	-1.479	-3.747	-0.041
Si	-13.545	-0.011	1.066
Si	-10.542	2.96	1.268
Si	-13.53	5.583	1.078
Si	-10.892	8.259	1.321
Si	-13.535	11.082	0.93
Si	-10.707	-2.572	1.003
Si	-7.847	0.104	1.364
Si	-5.137	3.094	1.457
Si	-8.128	5.945	1.025
Si	-5.249	-8.094	1.251
Si	-8.065	-5.464	1.168
Si	-5.303	-2.679	1.259
Si	-2.525	0.166	1.146
Si	0.175	2.943	1.477
Si	-2.474	5.65	1.393
Si	0.367	8.342	1.319
Si	-2.516	-5.263	1.412
Si	0.213	-2.683	1.258
Si	-14.851	1.394	2.466
Si	-12.122	4.225	2.522
Si	-14.899	6.936	2.38
Si	-12.302	9.698	2.455
Si	-14.811	12.421	2.371
Si	-12.14	-1.328	2.41
Si	-9.286	1.506	2.596
Si	-6.74	4.451	2.515
Si	-9.456	6.976	2.639
Si	-6.661	-6.72	2.577
Si	-9.434	-4.005	2.458
Si	-6.576	-1.298	2.694
Si	-3.847	1.512	2.658
Si	-1.187	4.286	2.822
Si	-3.963	6.902	2.702
Si	-1.08	-6.628	2.696
Si	-3.974	-3.974	2.705
Si	-1.188	-1.233	2.584
Si	-16.246	0.041	3.787
Si	-13.493	2.782	3.812
Si	-16.205	5.535	3.778
Si	-13.568	8.256	3.796
Si	-16.23	10.959	3.67
Si	-13.473	-2.65	3.819
Si	-10.788	0.097	3.791
Si	-7.982	2.927	3.916
Si	-10.8	5.55	3.927
Si	-8.062	-8.014	3.964
Si	-10.849	-5.325	3.816
Si	-8.077	-2.663	3.901
Si	-5.251	0.136	4.007
Si	-2.564	2.855	4.096
Si	-5.381	5.61	4.043
Si	-2.574	-8	4.01
Si	-5.36	-5.351	4.006
Si	-2.596	-2.567	3.998
Si	-15.093	-1.378	10.48
Si	-12.324	1.376	10.521
Si	-15.098	4.076	10.449
Si	-12.346	6.873	10.579
Si	-15.067	9.547	10.482
Si	-12.336	-4.044	10.679
Si	-9.575	-1.31	10.691
Si	-6.871	1.405	10.783
Si	-9.581	4.172	10.663
Si	-6.964	-9.399	10.779
Si	-9.648	-6.683	10.754
Si	-6.929	-4.034	10.856
Si	-4.194	-1.283	10.87
Si	-1.425	1.479	10.91
Si	-4.13	4.181	10.82
Si	-1.489	6.903	10.932
Si	-4.229	-6.687	10.929
Si	-1.509	-3.966	10.9
Si	-13.697	-0.035	11.819
Si	-10.969	2.73	11.871
Si	-13.797	5.494	11.801
Si	-11.076	8.258	12.026
Si	-13.765	10.862	11.955
Si	-10.985	-2.627	12.04
Si	-8.244	-0.001	12.127
Si	-5.509	2.8	12.105
Si	-8.35	5.577	12.129
Si	-5.709	-8.044	12.222
Si	-8.356	-5.372	12.257
Si	-5.599	-2.663	12.227
Si	-2.832	0.106	12.214
Si	-0.105	2.857	12.306
Si	-2.879	5.534	12.29
Si	-0.102	8.267	12.242
Si	-2.898	-5.287	12.306
Si	-0.148	-2.647	12.268
Si	-15.106	1.237	13.128
Si	-12.443	4.084	13.046
Si	-15.163	6.824	13.19
Si	-12.507	9.47	13.461
Si	-15.222	-4.02	13.101
Si	-12.37	-1.25	13.342
Si	-9.685	1.388	13.326
Si	-6.903	4.185	13.361
Si	-9.828	6.928	13.492
Si	-7.138	-6.827	13.719
Si	-9.757	-3.933	13.549
Si	-6.956	-1.345	13.635
Si	-4.177	1.495	13.554
Si	-1.45	4.226	13.679
Si	-4.412	6.861	13.544
Si	-1.473	9.628	13.547
Si	-4.361	-3.999	13.716
Si	-1.535	-1.291	13.592
Si	-16.682	-0.02	14.411
Si	-13.706	2.676	14.373
Si	-16.649	5.333	14.197
Si	-13.885	7.99	14.869
Si	-16.581	10.774	14.256
Si	-13.91	-2.606	14.466
Si	-11.086	0.171	14.812
Si	-8.291	2.803	14.563
Si	-11.299	5.43	14.553
Si	-8.64	8.156	15.169
Si	-11.276	11.031	14.776
Si	-8.431	-2.634	15.092
Si	-5.515	0.092	14.884
Si	-2.834	2.84	14.984
Si	-5.779	5.478	14.958
Si	-2.963	8.267	14.689
Si	-5.813	-5.421	15.092
Si	-2.936	-2.569	15.004
Si	-15.207	-1.145	15.786
Si	-12.055	2.023	15.947
Si	-15.293	3.953	15.41
Si	-13.034	5.998	16.107
Si	-15.207	9.711	15.792
Si	-13.07	-4.222	15.935
Si	-9.506	-0.818	16.257
Si	-7.127	1.354	15.963
Si	-9.783	4.127	15.705
Si	-7.6	6.285	16.328
Si	-9.909	9.961	16.316
Si	-7.448	-4.335	16.455
Si	-3.98	-0.945	16.367
Si	-1.723	1.248	16.35
Si	-4.01	4.472	16.194
Si	-1.887	6.85	16.174
Si	-4.06	9.726	16.123
Si	-1.867	-4.251	16.213
Si	-1.696	-4.795	19.073
Si	-12.656	5.059	19.016
Si	-4.109	6.769	20.503
Si	-11.075	6.641	-5.002
Si	-17.02	8.157	17.837
Si	-11.842	-6.52	18.939
Si	-11.406	-0.595	-7.049
Si	-4.913	1.434	20.557
Si	-9.711	-5.456	-4.943
Si	-5.384	-1.18	19.115
Si	-14.908	-0.254	-3.087
Si	-0.407	-1.741	-6.539
Si	3.257	5.073	-6.697
Si	3.267	6.585	-4.167
Si	-6.17	0.286	-6.911
Si	-8.106	6.127	-5.69
Si	-1.59	-6.768	-4.431
Si	5.622	-5.916	19.024
Si	-6.389	-7.766	-6.727
Si	0.687	0.454	-4.938
Si	-5.442	0.008	-2.066
Si	-8.397	0.127	-2.596
Si	-11.673	2.362	20.11
Si	-8.06	-3.411	-6.311
Si	-4.572	4.091	19.248
Si	-7.144	1.158	18.786
Si	-6.736	6.055	19.307
Si	-9.808	0.199	19.102
Si	-16.445	-7.552	20.726
Si	-3.923	0.517	-4.65
Si	3.015	-6.851	-2.906
Si	-14.643	1.685	20.428
Si	1.336	-1.975	-3.073
Si	7.002	3.895	-2.522
Si	-6.974	-3.667	19.537
Si	-2.738	-7.719	18.425
Si	-19.074	-1.678	18.886
Si	-3.85	5.299	-2.972
Si	-1.088	6.835	-2.883
Si	-6.684	5.598	-2.953
Si	-1.099	-4.027	-3.05
Si	-10.376	-7.412	-2.93
Si	-13.112	2.298	-2.399
Si	-13.802	0.539	17.721
Si	-13.764	-2.221	17.97
Si	-4.664	-6.166	-4.787
Si	-12.059	-4.94	-3.205
Si	-8.871	-0.595	-5.512
Si	-4.907	-3.433	-6.33
Si	-2.805	-2.223	-4.696
Si	-2.577	3.259	-4.55
Si	1.266	4.97	-2.6
Si	-5.775	-6.038	-1.872
Si	-0.302	2.44	-2.858
Si	1.458	-1.276	5.447
Si	4.143	1.437	5.655
Si	1.423	4.187	5.58
Si	4.136	6.936	5.7
Si	1.444	-6.648	5.597
Si	4.163	-3.89	5.591
Si	6.878	-1.234	5.684
Si	9.612	1.471	5.815
Si	6.902	4.17	5.787
Si	9.635	6.936	5.908
Si	6.91	-6.627	5.747
Si	9.643	-3.99	5.818
Si	12.385	-1.258	5.922
Si	15.121	1.436	6.019
Si	12.346	4.177	5.962
Si	15.094	6.927	6.021
Si	12.397	-6.668	5.895
Si	15.103	-3.963	5.942
Si	17.817	-1.264	6.006
Si	20.528	1.419	6.12
Si	17.879	4.177	6.078
Si	20.559	6.874	6.058
Si	17.817	-6.69	6.041
Si	20.536	-3.957	6.015
Si	23.235	-1.304	6.087
Si	25.968	1.315	6.093
Si	23.314	4.076	6.164
Si	25.933	6.805	6.278
Si	23.214	-6.68	6.131
Si	25.941	-4.053	6.127
Si	28.681	-1.314	6.126
Si	31.32	1.331	6.114
Si	28.67	4.043	6.236
Si	31.35	6.775	6.19
Si	28.628	9.607	6.285
Si	31.362	-4.04	6.158
Si	33.983	-1.344	6.107
Si	36.626	1.423	5.98
Si	34.031	4.09	6.1
Si	36.653	6.801	6.015
Si	34.082	9.526	6.069
Si	36.673	-4.072	5.962
Si	39.31	-1.372	5.92
Si	42.031	1.382	5.871
Si	39.305	4.111	5.914
Si	42.016	6.84	5.815
Si	39.398	9.496	5.923
Si	42.039	-4.083	5.854
Si	44.802	-1.344	5.714
Si	47.532	1.374	5.584
Si	44.802	4.08	5.716
Si	47.557	6.808	5.537
Si	44.783	9.532	5.693
Si	47.545	-4.104	5.593
Si	50.279	-1.365	5.452
Si	52.993	1.354	5.401
Si	50.231	4.121	5.409
Si	52.939	6.81	5.403
Si	50.254	9.519	5.429
Si	53.018	-4.075	5.386
Si	55.75	-1.36	5.374
Si	58.373	1.353	5.496
Si	55.701	4.054	5.42
Si	58.436	6.797	5.5
Si	55.692	9.541	5.39
Si	58.443	-4.074	5.425
Si	61.149	-1.408	5.58
Si	63.886	1.335	5.544
Si	61.15	4.083	5.562
Si	63.869	6.797	5.566
Si	61.188	9.482	5.477
Si	63.889	-4.167	5.558
Si	66.597	-1.412	5.506
Si	69.286	1.284	5.466
Si	66.61	4.027	5.487
Si	69.273	6.749	5.422
Si	66.581	9.48	5.527
Si	69.27	-4.102	5.414
Si	-58.636	-1.46	5.315
Si	-55.922	1.276	5.302
Si	-58.55	4.01	5.316
Si	-55.894	6.717	5.239
Si	-58.596	9.45	5.294
Si	-55.937	-4.217	5.241
Si	-53.182	-1.481	5.235
Si	-50.428	1.275	5.125
Si	-53.167	4.003	5.198
Si	-50.433	6.721	5.06
Si	-53.195	9.398	5.125
Si	-50.449	-4.213	5.113
Si	-47.665	-1.48	5.015
Si	-44.949	1.288	4.827
Si	-47.668	3.963	4.926
Si	-44.992	6.718	4.759
Si	-47.706	9.422	4.874
Si	-44.974	-4.158	4.765
Si	-42.256	-1.422	4.631
Si	-39.563	1.314	4.661
Si	-42.29	4.037	4.721
Si	-39.565	6.757	4.7
Si	-42.3	9.469	4.728
Si	-39.519	-4.113	4.656
Si	-36.772	-1.405	4.713
Si	-33.997	1.278	4.656
Si	-36.8	4.024	4.701
Si	-34.035	6.755	4.67
Si	-36.786	9.484	4.639
Si	-33.981	-4.146	4.616
Si	-31.222	-1.468	4.619
Si	-28.51	1.23	4.612
Si	-31.227	3.947	4.595
Si	-28.559	6.682	4.627
Si	-31.256	9.461	4.596
Si	-28.527	-4.157	4.557
Si	-25.838	-1.486	4.577
Si	-23.146	1.252	4.787
Si	-25.799	3.947	4.681
Si	-23.16	6.717	4.799
Si	-25.846	9.43	4.618
Si	-23.171	-4.163	4.746
Si	-20.398	-1.409	4.907
Si	-17.673	1.348	5.071
Si	-20.396	3.992	4.926
Si	-17.67	6.798	5.073
Si	-20.417	9.446	4.929
Si	-17.649	-4.084	5.018
Si	-14.901	-1.325	5.128
Si	-12.164	1.412	5.184
Si	-14.892	4.132	5.13
Si	-12.2	6.923	5.194
Si	-14.95	9.593	5.107
Si	-12.18	-4.009	5.21
Si	-9.461	-1.269	5.209
Si	-6.68	1.505	5.302
Si	-9.437	4.19	5.28
Si	-6.747	6.955	5.382
Si	-9.491	-6.662	5.237
Si	-6.759	-3.994	5.323
Si	-3.962	-1.242	5.399
Si	-1.252	1.468	5.464
Si	-4.029	4.198	5.392
Si	-1.336	6.967	5.512
Si	-3.993	-6.681	5.385
Si	-1.29	-3.937	5.43
Si	2.736	0.071	6.93
Si	5.469	2.818	7.055
Si	2.741	5.552	6.988
Si	5.501	-8.014	7.044
Si	2.78	-5.269	6.948
Si	5.483	-2.569	7.026
Si	8.203	0.115	7.111
Si	10.939	2.813	7.238
Si	8.212	5.563	7.17
Si	11.015	-8.037	7.241
Si	8.249	-5.321	7.163
Si	10.972	-2.616	7.206
Si	13.713	0.091	7.321
Si	16.459	2.814	7.384
Si	13.701	5.542	7.328
Si	16.437	-8.038	7.38
Si	13.714	-5.308	7.279
Si	16.451	-2.627	7.336
Si	19.138	0.07	7.436
Si	21.897	2.753	7.482
Si	19.204	5.533	7.446
Si	21.868	-8.082	7.453
Si	19.179	-5.328	7.378
Si	21.86	-2.642	7.443
Si	24.594	0.011	7.478
Si	27.281	2.673	7.52
Si	24.583	5.435	7.592
Si	27.298	8.185	7.592
Si	24.593	-5.385	7.515
Si	27.307	-2.684	7.48
Si	29.999	0.013	7.539
Si	32.696	2.705	7.458
Si	30.028	5.419	7.569
Si	32.729	8.179	7.474
Si	30.037	-5.379	7.572
Si	32.696	-2.697	7.528
Si	35.343	0.054	7.407
Si	38.018	2.749	7.332
Si	35.362	5.461	7.452
Si	38.049	8.173	7.324
Si	35.412	-5.43	7.424
Si	38.014	-2.709	7.328
Si	40.72	-0.01	7.231
Si	43.454	2.76	7.127
Si	40.709	5.479	7.224
Si	43.453	8.19	7.098
Si	40.758	-5.453	7.254
Si	43.448	-2.686	7.103
Si	46.205	0.024	6.995
Si	48.933	2.757	6.845
Si	46.222	5.464	6.964
Si	48.93	8.173	6.854
Si	46.198	-5.444	6.995
Si	48.947	-2.715	6.868
Si	51.652	0.003	6.792
Si	54.355	2.698	6.787
Si	51.611	5.45	6.782
Si	54.348	8.16	6.747
Si	51.659	-5.442	6.762
Si	54.401	-2.728	6.741
Si	57.05	-0.021	6.832
Si	59.787	2.692	6.862
Si	57.065	5.415	6.81
Si	59.827	8.152	6.853
Si	57.086	-5.441	6.769
Si	59.778	-2.767	6.875
Si	62.535	-0.029	6.902
Si	65.26	2.702	6.887
Si	62.533	5.43	6.924
Si	65.235	8.148	6.915
Si	62.523	-5.505	6.9
Si	65.243	-2.766	6.88
Si	67.945	-0.041	6.863
Si	-59.879	2.674	6.743
Si	67.961	5.398	6.833
Si	-59.912	8.122	6.739
Si	67.956	-5.462	6.837
Si	-59.933	-2.758	6.782
Si	-57.259	-0.087	6.667
Si	-54.506	2.641	6.592
Si	-57.201	5.372	6.666
Si	-54.496	8.072	6.557
Si	-57.235	-5.532	6.678
Si	-54.537	-2.842	6.576
Si	-51.762	-0.106	6.509
Si	-49.014	2.659	6.374
Si	-51.758	5.375	6.478
Si	-49.024	8.1	6.335
Si	-51.795	-5.571	6.47
Si	-49.034	-2.827	6.388
Si	-46.272	-0.063	6.254
Si	-43.576	2.668	6.143
Si	-46.287	5.368	6.214
Si	-43.623	8.097	6.108
Si	-46.323	-5.504	6.18
Si	-43.569	-2.78	6.067
Si	-40.897	-0.061	6.022
Si	-38.149	2.642	6.018
Si	-40.893	5.385	6.067
Si	-38.142	8.118	6.006
Si	-40.873	-5.483	6.029
Si	-38.149	-2.771	6.028
Si	-35.367	-0.062	6.024
Si	-32.624	2.642	5.988
Si	-35.387	5.373	6.017
Si	-32.632	8.107	5.969
Si	-35.383	-5.487	5.964
Si	-32.628	-2.793	5.976
Si	-29.886	-0.099	5.99
Si	-27.186	2.591	6.013
Si	-29.915	5.321	5.981
Si	-27.204	8.052	5.983
Si	-29.898	-5.508	5.943
Si	-27.206	-2.81	5.972
Si	-24.54	-0.138	6.048
Si	-21.808	2.603	6.193
Si	-24.515	5.308	6.107
Si	-21.813	8.056	6.204
Si	-24.54	-5.545	6.067
Si	-21.818	-2.805	6.149
Si	-19.077	-0.062	6.326
Si	-16.325	2.736	6.402
Si	-19.07	5.365	6.31
Si	-16.328	8.193	6.409
Si	-19.061	-5.485	6.284
Si	-16.31	-2.722	6.403
Si	-13.563	0.033	6.504
Si	-10.825	2.781	6.567
Si	-13.564	5.505	6.497
Si	-10.862	-8.044	6.571
Si	-13.591	-5.392	6.495
Si	-10.84	-2.635	6.568
Si	-8.108	0.099	6.596
Si	-5.384	2.83	6.744
Si	-8.127	5.554	6.686
Si	-5.403	-8.018	6.75
Si	-8.155	-5.337	6.659
Si	-5.405	-2.621	6.689
Si	-2.653	0.115	6.798
Si	0.038	2.826	6.893
Si	-2.725	5.575	6.813
Si	0.015	-8.012	6.902
Si	-2.689	-5.304	6.786
Si	0.048	-2.596	6.827
Si	1.372	1.461	8.274
Si	4.093	4.209	8.374
Si	1.331	6.92	8.285
Si	4.103	-6.648	8.338
Si	1.338	-3.949	8.264
Si	4.071	-1.237	8.354
Si	6.813	1.487	8.442
Si	9.559	4.21	8.531
Si	6.804	-9.391	8.46
Si	9.586	-6.698	8.536
Si	6.827	-3.929	8.424
Si	9.568	-1.231	8.491
Si	12.301	1.468	8.612
Si	15.042	4.166	8.701
Si	12.322	-9.405	8.645
Si	15.053	-6.659	8.671
Si	12.318	-3.959	8.598
Si	15.075	-1.265	8.671
Si	17.785	1.458	8.777
Si	20.532	4.14	8.809
Si	17.774	-9.425	8.735
Si	20.487	-6.718	8.767
Si	17.803	-3.974	8.719
Si	20.487	-1.291	8.807
Si	23.232	1.373	8.834
Si	25.954	4.046	8.899
Si	23.2	-9.461	8.849
Si	25.917	9.548	8.897
Si	23.207	-4.006	8.818
Si	25.949	-1.335	8.856
Si	28.646	1.362	8.906
Si	31.395	4.059	8.89
Si	28.683	6.809	8.905
Si	31.396	9.527	8.872
Si	28.661	-4.018	8.889
Si	31.356	-1.347	8.903
Si	34.049	1.382	8.841
Si	36.726	4.088	8.773
Si	34.062	6.825	8.857
Si	36.768	9.531	8.768
Si	34.068	-4.092	8.832
Si	36.723	-1.327	8.723
Si	39.413	1.372	8.628
Si	42.139	4.129	8.517
Si	39.414	6.824	8.66
Si	42.159	9.521	8.538
Si	39.42	-4.072	8.628
Si	42.122	-1.363	8.524
Si	44.854	1.367	8.388
Si	47.602	4.085	8.264
Si	44.876	6.81	8.363
Si	47.594	9.491	8.279
Si	44.858	-4.066	8.368
Si	47.612	-1.356	8.267
Si	50.308	1.379	8.161
Si	53.001	4.089	8.125
Si	50.292	6.795	8.179
Si	53.026	9.522	8.13
Si	50.329	-4.096	8.174
Si	53.048	-1.373	8.112
Si	55.716	1.36	8.175
Si	58.451	4.087	8.195
Si	55.715	6.817	8.136
Si	58.471	9.557	8.163
Si	55.757	-4.068	8.134
Si	58.456	-1.351	8.195
Si	61.185	1.361	8.238
Si	63.932	4.08	8.265
Si	61.195	6.827	8.257
Si	63.89	9.5	8.283
Si	61.169	-4.101	8.228
Si	63.903	-1.391	8.253
Si	66.623	1.342	8.239
Si	-61.208	4.038	8.15
Si	66.623	6.764	8.226
Si	-61.236	9.476	8.165
Si	66.609	-4.106	8.238
Si	69.319	-1.389	8.203
Si	-58.542	1.3	8.087
Si	-55.826	4	7.998
Si	-58.525	6.744	8.059
Si	-55.81	9.432	7.97
Si	-58.546	-4.144	8.085
Si	-55.842	-1.451	7.964
Si	-53.112	1.258	7.887
Si	-50.358	4.003	7.77
Si	-53.085	6.732	7.877
Si	-50.361	9.421	7.766
Si	-53.103	-4.188	7.872
Si	-50.355	-1.475	7.795
Si	-47.621	1.274	7.655
Si	-44.905	4.013	7.545
Si	-47.62	6.727	7.632
Si	-44.933	9.474	7.508
Si	-47.634	-4.202	7.661
Si	-44.876	-1.446	7.524
Si	-42.186	1.295	7.452
Si	-39.475	4.018	7.375
Si	-42.222	6.755	7.441
Si	-39.482	9.486	7.367
Si	-42.198	-4.122	7.428
Si	-39.493	-1.388	7.38
Si	-36.75	1.299	7.358
Si	-34.003	3.997	7.352
Si	-36.748	6.747	7.346
Si	-34.018	9.459	7.306
Si	-36.746	-4.127	7.329
Si	-33.995	-1.432	7.347
Si	-31.272	1.266	7.34
Si	-28.563	3.963	7.352
Si	-31.304	6.687	7.307
Si	-28.585	9.413	7.316
Si	-31.27	-4.163	7.314
Si	-28.549	-1.451	7.371
Si	-25.876	1.23	7.415
Si	-23.206	3.937	7.509
Si	-25.9	6.68	7.41
Si	-23.205	9.429	7.483
Si	-25.908	-4.168	7.394
Si	-23.191	-1.445	7.465
Si	-20.491	1.28	7.624
Si	-17.758	4.028	7.716
Si	-20.48	6.705	7.605
Si	-17.735	9.516	7.705
Si	-20.481	-4.132	7.564
Si	-17.733	-1.401	7.706
Si	-14.994	1.381	7.787
Si	-12.235	4.139	7.877
Si	-14.991	6.833	7.791
Si	-12.256	-6.714	7.905
Si	-14.994	-4.064	7.811
Si	-12.253	-1.333	7.908
Si	-9.496	1.43	7.96
Si	-6.788	4.184	8.066
Si	-9.549	-9.405	7.977
Si	-6.83	-6.682	8.07
Si	-9.537	-3.988	7.987
Si	-6.808	-1.282	8.025
Si	-4.07	1.449	8.127
Si	-1.369	4.202	8.184
Si	-4.116	-9.392	8.159
Si	-1.392	-6.666	8.224
Si	-4.118	-3.977	8.122
Si	-1.341	-1.248	8.192
Si	-0.021	0.108	9.607
Si	2.688	2.849	9.671
Si	-0.065	5.559	9.612
Si	2.703	8.283	9.633
Si	-0.054	-5.316	9.61
Si	2.666	-2.6	9.662
Si	5.39	0.145	9.738
Si	8.135	2.881	9.826
Si	5.411	5.57	9.791
Si	8.171	-8.06	9.839
Si	5.434	-5.305	9.737
Si	8.178	-2.578	9.809
Si	10.89	0.121	9.903
Si	13.629	2.812	10.024
Si	10.896	5.54	9.932
Si	13.69	-8.039	9.99
Si	10.926	-5.332	9.9
Si	13.687	-2.622	9.976
Si	16.384	0.092	10.079
Si	19.148	2.8	10.158
Si	16.4	5.527	10.065
Si	19.108	-8.068	10.106
Si	16.411	-5.318	10.039
Si	19.111	-2.642	10.153
Si	21.838	0.056	10.187
Si	24.583	2.682	10.234
Si	21.848	5.494	10.193
Si	24.557	-8.138	10.242
Si	21.838	-5.38	10.144
Si	24.554	-2.667	10.198
Si	27.298	0	10.26
Si	30.017	2.727	10.249
Si	27.317	5.432	10.224
Si	30.074	8.149	10.249
Si	27.315	10.898	10.21
Si	30.02	-2.704	10.293
Si	32.732	0.022	10.226
Si	35.421	2.734	10.2
Si	32.75	5.436	10.242
Si	35.434	8.194	10.191
Si	32.732	10.883	10.244
Si	35.456	-2.715	10.132
Si	38.093	0.038	10.059
Si	40.821	2.758	9.905
Si	38.092	5.48	10.074
Si	40.827	8.196	9.949
Si	38.145	10.91	10.08
Si	40.789	-2.69	9.939
Si	43.53	0.014	9.785
Si	46.262	2.742	9.658
Si	43.554	5.499	9.803
Si	46.275	8.139	9.694
Si	43.548	10.916	9.794
Si	46.264	-2.707	9.653
Si	48.988	0.025	9.565
Si	51.651	2.747	9.508
Si	48.981	5.438	9.589
Si	51.681	8.145	9.488
Si	48.992	10.865	9.565
Si	51.715	-2.731	9.497
Si	54.38	-0.023	9.508
Si	57.113	2.703	9.533
Si	54.372	5.439	9.493
Si	57.105	8.189	9.481
Si	54.41	10.877	9.483
Si	57.119	-2.726	9.525
Si	59.84	-0.017	9.579
Si	62.574	2.715	9.604
Si	59.82	5.455	9.561
Si	62.564	8.157	9.669
Si	59.83	10.877	9.596
Si	62.516	-2.734	9.604
Si	65.274	-0.023	9.601
Si	68.011	2.718	9.564
Si	65.299	5.436	9.648
Si	67.989	8.123	9.575
Si	65.246	10.875	9.618
Si	67.963	-2.729	9.588
Si	70.688	0.002	9.529
Si	-57.162	2.653	9.419
Si	-59.846	5.41	9.486
Si	-57.128	8.093	9.382
Si	-59.875	10.846	9.504
Si	-57.145	-2.773	9.396
Si	-54.45	-0.093	9.293
Si	-51.694	2.628	9.158
Si	-54.412	5.375	9.269
Si	-51.673	8.085	9.188
Si	-54.417	10.796	9.288
Si	-51.694	-2.833	9.194
Si	-48.947	-0.086	9.056
Si	-46.23	2.654	8.947
Si	-48.951	5.375	9.05
Si	-46.246	8.14	8.934
Si	-48.994	10.802	9.088
Si	-46.214	-2.808	8.919
Si	-43.516	-0.06	8.85
Si	-40.762	2.64	8.766
Si	-43.518	5.389	8.852
Si	-40.819	8.13	8.745
Si	-43.542	10.85	8.823
Si	-40.817	-2.75	8.758
Si	-38.11	-0.028	8.734
Si	-35.364	2.627	8.708
Si	-38.084	5.37	8.704
Si	-35.354	8.093	8.68
Si	-38.089	10.839	8.697
Si	-35.403	-2.761	8.682
Si	-32.64	-0.076	8.708
Si	-29.935	2.629	8.715
Si	-32.638	5.349	8.71
Si	-29.942	8.026	8.657
Si	-32.658	10.811	8.651
Si	-29.948	-2.799	8.699
Si	-27.231	-0.092	8.79
Si	-24.551	2.54	8.858
Si	-27.243	5.294	8.768
Si	-24.557	8.022	8.799
Si	-27.286	10.777	8.718
Si	-24.56	-2.805	8.779
Si	-21.898	-0.097	8.912
Si	-19.156	2.631	9.019
Si	-21.866	5.278	8.878
Si	-19.122	8.094	8.952
Si	-21.863	10.794	8.855
Si	-19.16	-2.777	8.98
Si	-16.397	-0.027	9.069
Si	-13.653	2.751	9.155
Si	-16.403	5.409	9.034
Si	-13.661	8.211	9.171
Si	-16.412	10.885	9.096
Si	-13.658	-2.729	9.219
Si	-10.89	0.031	9.257
Si	-8.173	2.794	9.373
Si	-10.929	5.518	9.276
Si	-8.256	-8.03	9.388
Si	-10.94	-5.345	9.315
Si	-8.186	-2.668	9.384
Si	-5.484	0.071	9.433
Si	-2.745	2.825	9.499
Si	-5.508	5.564	9.486
Si	-2.81	-8.024	9.565
Si	-5.515	-5.335	9.488
Si	-2.791	-2.599	9.495
O	1.258	-1.928	17.579
O	12.982	2.12	-5.568
O	2.466	0.059	16.368
O	15.937	4.162	-1.933
O	15.046	2.295	18.234
O	7.239	7.309	-5.026
O	5.904	-4.34	19.238
O	3.114	-7.532	20.251
O	-0.242	-0.194	-6.097
O	3.79	7.606	17.937
O	6.801	-4.196	-5.555
O	6.854	-2.176	20.467
O	8.036	-0.02	17.075
O	7.42	3.368	19.885
O	11.812	3.558	17.673
O	4.874	6.539	-4.234
O	9.704	7.533	17.911
O	11.016	8.065	20.074
O	0.848	3.664	17.767
O	8.307	-4.906	16.744
O	17.58	-1.4	-5.579
O	17.114	4.004	18.303
O	12.116	-0.862	17.921
O	13.398	5.547	16.969
O	15.603	-4.008	18.117
O	13.166	6.393	-4.718
O	13.566	-5.395	17.146
O	14.966	-3.013	-5.784
O	6.723	-6.546	18.018
O	3.656	-3.116	17.715
O	20.213	2.412	-3.132
O	6.439	-2.327	-3.7
O	4.706	3.462	20.122
O	8.056	5.701	17.031
O	6.566	4.853	-5.517
O	20.937	6.785	-3.383
O	10.2	3.498	19.557
O	19.804	-5.839	-5.823
O	22.128	5.565	0.734
O	6.099	5.494	20.787
O	9.936	1.614	17.835
O	9.373	-1.636	20.726
O	1.418	1.232	18.745
O	19.201	-7.694	-3.251
O	18.539	6.945	20.252
O	13.831	-0.525	-5.902
O	11.825	-7.215	17.842
O	-0.317	-4.772	19.923
O	20.385	7.992	-5.627
O	21.664	4.908	-1.844
O	19.929	3.753	-5.439
O	13.945	-8.057	-6.36
O	2.399	-5.087	16.545
O	20.114	-1.541	-6.031
O	8.468	-3.868	19.183
O	8.642	-2.679	-0.147
O	5.938	-0.78	-5.766
O	-0.25	1.286	-3.952
O	2.12	3.356	20.862
O	3.226	-0.803	18.891
O	5.39	5.823	-0.037
O	18.574	4.397	-3.29
O	23.854	4.458	-3.182
O	7.825	-0.538	-1.316
O	4.924	-4.48	-1.105
O	9.107	2.195	-0.384
O	10.585	-6.292	-2.885
O	3.492	1.182	20.426
O	11.727	4.039	-7
O	11.893	-6.626	-0.681
O	2.549	-2.968	-3.445
O	-45.812	-6.823	18.815
O	16.933	0.525	-2.954
O	11.659	5.887	-2.696
O	14.817	-3.971	-0.989
O	-38.861	1.886	16.772
O	9.703	1.089	-2.569
O	17.205	6.42	-2.402
O	11.915	-0.773	20.48
O	14.653	-0.249	-1.987
O	8.459	3.312	-2.85
O	15.95	6.67	20.647
O	18.083	2.177	-4.616
O	-4.314	-2.501	-5.168
O	10.38	2.028	-5.907
O	4.498	1.443	-1.355
O	2.855	3.066	-0.241
O	9.81	-1.445	-2.905
O	-48.363	-4.502	-3.239
O	18.65	-6.607	-0.938
O	16.604	-5.395	0.112
O	15.514	2.497	-3.918
O	-0.262	2.8	20.017
O	6.74	-4.92	-2.957
O	25.941	-2.373	-4.825
O	10.76	3.587	-1.755
O	9.926	6.037	-0.766
O	4.211	1.125	-6.316
O	58.804	-5.426	19.658
O	6.626	-6.519	-0.928
O	3.119	-2.747	-0.248
O	29.07	0.891	-5.262
O	8.454	8.161	-0.06
O	28.57	-1.417	-1.037
O	-15.667	-4.476	18.898
O	11.032	0.267	0.066
O	-0.517	1.726	-1.416
O	-23.922	-3.185	18.663
O	12.327	5.061	-0.345
O	13.895	2.956	0.177
O	16.25	5.002	-4.388
O	13.838	8.212	0.237
O	10.413	-4.471	-0.943
O	-60.172	-2.257	-5.918
O	19.276	-5.176	-3.199
O	12.711	-1.546	-0.827
O	16.645	-1.177	18.263
O	28.913	-1.082	19.894
O	18.857	0.073	17.312
O	20.79	1.547	18.13
O	34.906	3.268	-5.617
O	31.588	1.563	18.477
O	15.491	-1.969	20.515
O	15.959	1.445	-0.608
O	17.123	-6.201	18.341
O	-60.464	4.467	-5.437
O	20.237	6.443	18.314
O	21.006	-0.092	20.199
O	22.523	-1.395	18.17
O	24.677	-0.098	17.295
O	22.819	3.877	18.363
O	27.94	3.774	18.346
O	24.62	6.804	-4.232
O	29.681	-5.827	-3.057
O	24.443	5.523	17.17
O	25.678	7.488	18.18
O	16.318	2.854	16.144
O	46.228	-0.302	16.985
O	24.157	-5.909	17.396
O	26.27	-5.008	18.539
O	23.916	3.211	20.861
O	33.603	1.594	20.196
O	27.986	-2.123	17.793
O	29.931	-0.144	17.352
O	44.062	-0.844	-6.856
O	30	5.43	17.671
O	32.711	3.661	-4.186
O	31.868	7.246	18.599
O	32.008	-7.568	-7.071
O	29.971	-5.46	17.122
O	27.203	-0.65	-6.279
O	31.68	-3.994	18.297
O	22.034	-7.961	17.402
O	21.492	-3.782	18.222
O	25.395	-5.559	-6.183
O	39.279	3.501	-3.676
O	23.77	-7.043	-4.773
O	-14.074	3.475	-1.74
O	50.661	-1.322	-1.346
O	-50.632	-8.062	20.004
O	36.095	6.244	-5.945
O	25.242	3.301	18.703
O	6.891	5.408	-3.074
O	35.654	-4.187	-5.794
O	36.511	1.106	-0.967
O	27.811	-5.353	20.668
O	47.662	-6.883	-3.867
O	26.755	1.406	18.231
O	24.056	-7.315	-0.215
O	44.101	-2.4	17.047
O	31.227	5.077	-2.516
O	30.355	2.726	-3.18
O	-39.449	6.736	-2.328
O	-48.057	6.343	-2.447
O	23.272	-4.675	-1.664
O	28.208	-6.821	18.425
O	30.501	4.637	-5.005
O	37.37	-3.875	18.553
O	13.191	-3.335	20.604
O	34.424	8.08	-6.632
O	31.254	-5.139	20.631
O	32.139	3.773	19.865
O	23.884	4.176	-0.548
O	37.5	3.134	-5.609
O	36.158	1.335	-6.979
O	30.229	-4.214	-5.03
O	19.329	-5.311	17.372
O	33.584	-1.449	18.504
O	-54.824	-4.025	-6.292
O	16.258	0.742	-5.614
O	24.189	-2.769	0.027
O	-50.026	2.037	17.319
O	17.661	5.051	-0.225
O	19.752	4.614	20.298
O	18.729	2.197	20.607
O	21.149	-6.381	-1.917
O	36.826	2.715	-3.059
O	31.386	6.563	-0.423
O	23.747	-0.39	-0.862
O	21.305	2.505	20.409
O	21.192	6.764	20.685
O	25.455	1.622	-0.574
O	32.576	3.171	-6.776
O	-1.104	-4.438	-1.478
O	23.476	1.119	-5.443
O	-54.188	7.127	-5.621
O	27.661	-5.836	0.32
O	67.892	1.12	-3.232
O	47.884	2.84	-6.716
O	29.997	2.646	-6.821
O	33.255	-3.547	-4.994
O	-51.362	2.823	-6.254
O	30.709	-4.973	-0.732
O	23.725	-3.689	-4.715
O	20.676	1.021	-0.912
O	46.676	-0.833	-2.114
O	26.966	2.899	20.592
O	32.103	-6.755	-2.305
O	65.657	-3.255	-4.607
O	28.322	-2.81	-5.785
O	27.019	6.443	20.108
O	-23.945	0.821	-4.072
O	-28.468	1.808	-5.23
O	29.346	-3.587	19.553
O	27.291	0.112	0.537
O	17.046	-0.914	-0.775
O	-58.989	6.34	-2.977
O	-50.527	-2.874	-6.298
O	19.201	2.911	0.196
O	59.061	4.947	-4.703
O	36.453	7.2	-1.261
O	34.863	-7.806	0.201
O	32.925	-5.725	0.268
O	28.523	0.96	-2.198
O	-50.439	6.187	-1.543
O	26.321	-7.641	-4.914
O	-25.306	-0.846	-2.35
O	38.97	-1.13	-7.073
O	21.884	0.453	-3.325
O	24.821	-2.777	-2.526
O	27.499	5.506	0.19
O	23.645	-1.181	-4.273
O	30.714	0.159	-3.267
O	-12.156	7.133	-6.123
O	19.046	-2.459	0.087
O	20.818	-3.982	-0.893
O	25.481	6.901	-0.636
O	-41.053	2.758	-1.032
O	-27.157	-8.047	15.974
O	33.926	-3.376	20.238
O	62.709	4.531	20.93
O	27.59	3.186	-5.84
O	29.923	4.316	-0.34
O	30.768	1.509	-0.889
O	29.718	-7.879	0.32
O	-38.206	-6.432	-4.421
O	25.834	-4.507	-0.851
O	-17.98	4.376	-6.859
O	36.889	7.675	-3.86
O	31.745	-4.249	-2.953
O	38.356	-4.935	20.837
O	47.815	0.605	-5.319
O	35.595	0.068	17.513
O	-31.568	-2.734	16.304
O	47.312	5.31	-5.7
O	48.173	1.42	17.835
O	54.574	3.195	20.26
O	35.583	4.771	17.351
O	33.668	-7.241	18.098
O	30.318	7.051	-5.919
O	36.93	6.668	18.426
O	42.844	-2.15	-2.997
O	39.42	-1.359	18.168
O	41.218	0.148	17.102
O	40.574	4.702	20.706
O	44.187	3.966	17.703
O	36.889	-6.647	-2.208
O	42.576	-6.753	18.118
O	41.301	5.61	16.994
O	43.297	7.123	17.712
O	66.407	-5.069	-6.34
O	-40.364	-6.153	18.879
O	40.19	-5.888	17.905
O	-59.524	-6.23	-6.898
O	15.061	7.081	18.202
O	49.125	2.655	19.946
O	43.549	-1.337	20.65
O	-20.107	4.887	-1.748
O	51.54	3.22	-5.988
O	46.264	5.34	16.871
O	46.816	-4.744	-5.648
O	48.86	7.422	-4.96
O	46.366	7.202	-4.075
O	46.549	-5.407	16.811
O	46.461	-3.091	-3.533
O	48.061	-3.46	17.567
O	38.547	-7.971	17.35
O	45.85	8.203	-0.249
O	58.79	-6.875	-1.685
O	54.86	-1.651	-5.641
O	60.452	-5.62	-3.386
O	40.633	7.37	-7.051
O	39.809	4.038	18.221
O	37.202	5.116	-3.854
O	49.766	6.836	-1.607
O	42.184	3.263	19.324
O	-16.42	-5.117	-0.799
O	52.323	-5.021	-4.09
O	53.644	7.017	-1.591
O	45.665	-2.482	-5.88
O	40.864	-0.769	20.309
O	43.349	1.512	17.827
O	38.348	0.164	20.117
O	-48.071	-3.952	-5.917
O	51.947	-6.215	-6.379
O	-29.738	-7.68	-6.608
O	-41.329	7.829	18.181
O	-25.045	-6.033	15.941
O	47.383	1.639	-3.045
O	45.078	-7.242	17.871
O	50.248	-1.641	-6.674
O	-13.985	4.534	-4.419
O	65.5	-1.742	-1.399
O	-47.641	-7.003	16.956
O	48.324	-6.743	-6.411
O	44.092	3.791	-1.228
O	52.315	5.659	-5.717
O	2.711	5.471	-3.124
O	50.928	0.703	-5.835
O	35.553	-5.452	17.473
O	55.297	0.911	-6.065
O	-50.697	-3.358	-3.773
O	25.075	-7.649	-2.549
O	40.443	-2.683	0.189
O	-9.618	6.654	-5.671
O	30.529	-1.466	-5.336
O	-16.967	7.782	-3.49
O	-42.468	-6.791	-5.143
O	34.118	-5.33	-3.23
O	51.624	7.953	-2.987
O	58.69	2.401	-4.457
O	38.858	-0.829	-0.635
O	-25.996	-2.347	17.076
O	35.736	4.743	19.952
O	40.913	-0.509	-2.326
O	-48.893	-2.181	-2.032
O	37.545	1.807	18.249
O	41.882	6.184	-5.147
O	44.865	0.869	-2.741
O	42.961	0.196	0.024
O	41.555	-5.462	20.137
O	33.776	-2.819	-2.487
O	42.387	-7.588	-5.556
O	49.388	-0.019	-3.256
O	11.537	4.1	-4.516
O	46.719	-3.266	-0.918
O	-26.984	6.205	-6.559
O	-26.46	-4.094	18.961
O	49.374	4.324	-1.196
O	44.787	2.627	19.816
O	48.681	-2.468	-2.377
O	55.437	4.395	-1.552
O	40.855	7.801	-0.007
O	58.563	7.532	17.223
O	-14.824	-1.969	-6.585
O	52.581	-2.326	19.519
O	52.122	1.951	-3.772
O	61.862	-6.008	-5.591
O	34.748	-1.235	-0.753
O	42.672	0.395	-3.986
O	10.508	-5.283	-5.274
O	34.95	2.85	0.077
O	44.281	-1.982	-0.913
O	51.7	8.088	-0.344
O	49.964	-6.833	-1.507
O	48.497	-5.199	-0.291
O	49.604	2.35	-4.34
O	-54.488	-7.77	19.706
O	63.429	3.07	-5.278
O	36.275	-2.353	-2.769
O	52.724	-4.912	20.045
O	-31.036	-4.983	-6.35
O	2.814	8.065	-3.69
O	42.899	5.726	-0.052
O	14.251	-0.149	19.249
O	41.811	7.88	-3.161
O	38.793	-4.946	-3.008
O	35.506	-3.672	-0.621
O	67.862	-4.023	19.509
O	56.488	-0.353	-4.056
O	40.263	-6.588	-4.397
O	51.794	5.34	16.874
O	-43.912	0.715	-4.637
O	32.629	0.027	0.091
O	38.649	6.469	-5.559
O	61.116	1.738	-5.677
O	46.482	1.469	-0.735
O	47.375	6.146	-1.002
O	-36.021	-4.971	-4.375
O	44.34	-4.297	-2.427
O	43.885	-6.451	-0.958
O	50.174	-6.507	-4.555
O	66.715	-7.272	-1.516
O	50.253	-2.057	17.609
O	60.266	-0.065	20.403
O	51.832	-0.253	16.497
O	53.218	1.534	17.666
O	67.515	6.303	-5.736
O	64.641	1.449	17.849
O	54.65	2.401	-3.037
O	-37.943	-2.788	16.095
O	49.476	8.168	16.705
O	54.457	-6.688	-6.938
O	56.362	7.188	18.77
O	-34.994	-7.398	-3.832
O	54.299	-2.578	16.51
O	55.842	-0.953	17.841
O	52.149	2.875	19.62
O	61.211	3.757	17.748
O	57.429	-8.014	-3.559
O	2.09	-6.781	-1.557
O	57.094	5.468	16.531
O	-32.628	2.702	16.089
O	49.934	3.442	17.603
O	43.794	-8.085	20.042
O	60.71	-6.922	20.74
O	58.414	-3.579	17.887
O	59.425	-2.976	20.295
O	64.608	2.896	20.006
O	60.565	-1.228	17.908
O	62.649	0.03	16.886
O	-12.784	-0.243	-6.317
O	62.709	5.553	16.774
O	64.348	-5.491	-4.871
O	64.566	7.252	17.629
O	58.522	5.721	18.986
O	62.429	-5.42	16.933
O	-62.262	-3.417	-6.869
O	63.813	-3.584	18.101
O	55.123	-7.159	17.607
O	52.559	-4.152	17.505
O	54.73	-3.715	18.925
O	63.633	-2.082	-5.986
O	62.791	2.317	-0.194
O	53.153	5.384	20.121
O	-12.388	5.831	17.604
O	56.786	-7.345	-5.954
O	66.186	6.632	-2.539
O	58.238	-0.259	18.852
O	-15.544	3.005	20.222
O	0.898	-2.5	-5.953
O	-60.12	5.816	-0.584
O	-12.539	3.213	-6.245
O	-27.868	8.03	-4.85
O	-21.069	7.388	-2.833
O	28.004	-1.202	-3.693
O	50.713	1.084	18.577
O	-29.752	0.308	19.348
O	61.511	7.457	-6.637
O	63.839	-1.856	-3.378
O	-62.417	-1.292	-5.227
O	-16.32	0.317	-3.678
O	60.524	-6.794	18.089
O	59.508	3.36	19.663
O	26.245	-7.25	20.083
O	66.216	-7.799	-5.489
O	63.748	7.361	-5.088
O	-14.996	-1.248	-1.817
O	-61.62	-7.806	-6.094
O	-28.616	1.373	17.109
O	65.636	4.392	-5.96
O	-60.408	2.339	-3.752
O	64.448	-2.775	20.544
O	51.005	-6.308	17.665
O	-46.55	8.209	-0.697
O	63.39	0.447	-5.883
O	-17.784	1.15	-5.715
O	57.293	-2.865	-0.304
O	57.783	7.104	-1.215
O	-17.344	-2.81	-6.924
O	-55.064	5.163	-1.052
O	36.528	0.135	-3.451
O	56.869	-2.931	-3.459
O	-61.006	4.728	-2.843
O	60.39	0.782	-3.314
O	56.021	-1.159	-1.633
O	-15.839	-6.317	-4.476
O	3.305	3.603	-5.996
O	57.024	2.752	-0.204
O	61.387	-8.082	-4.167
O	14.78	4.704	19.36
O	-62.164	-4.175	-1.643
O	0.145	5.887	-3.352
O	-13.349	-5.922	18.802
O	57.02	-5.511	16.813
O	52.886	-4.398	-1.669
O	15.357	6.323	-0.572
O	65.656	-0.729	-5.133
O	57.007	3.848	20.048
O	63.781	-3.796	-1.452
O	-24.211	7.754	-1.083
O	53.898	0.078	-3.921
O	64.589	4.764	-3.525
O	58.84	2.844	17.108
O	-10.92	7.572	-3.671
O	-54.977	-5.39	-4.06
O	3.612	2.034	-3.876
O	64.455	-6.933	19.156
O	50.461	-4.125	-5.734
O	60.432	1.281	18.299
O	67.31	1.22	-5.729
O	58.627	1.234	-1.409
O	-14.344	5.005	16.261
O	60.495	5.75	-2.667
O	53.08	0.977	-1.503
O	51.369	2.694	-0.492
O	60.484	-0.475	-0.974
O	-62.118	7.225	-1.239
O	-13.543	-5.066	-3.841
O	65.191	-5.559	-0.346
O	60.972	3.427	-3.813
O	-58.078	4.068	17.846
O	-36.653	1.388	18.114
O	-58.175	1.485	-6.309
O	-58.101	-1.17	-6.949
O	30.072	-6.761	-5.492
O	55.982	-4	-5.73
O	59.515	5.483	-0.218
O	52.932	0.27	19.939
O	18.635	-3.621	-5.062
O	56.198	-7.159	-1.313
O	-10.847	3.054	16.403
O	54.497	-5.547	-0.155
O	24.104	-3.1	19.25
O	57.319	-5.475	-4.092
O	-41.828	1.482	-6.3
O	-37.677	-6.27	18.701
O	48.698	0.063	-0.204
O	56.974	-3.46	20.169
O	60.945	3.646	-1.215
O	-32.702	-0.495	-5.844
O	63.943	6.126	-1.338
O	62.472	8.028	-0.317
O	59.204	-4.356	-1.338
O	61.137	-6.15	-0.999
O	-62.535	7.999	-3.695
O	-48.267	-2.177	19.222
O	66.968	-2.245	17.673
O	-52.113	6.645	-4.118
O	-62.493	-0.14	16.628
O	-6.861	-5.102	20.321
O	-48.327	8.175	-6.819
O	-18.577	-3.01	-0.867
O	67.92	3.471	-4.467
O	67.438	5.559	17.168
O	66.552	-7.299	17.633
O	66.15	7.592	19.76
O	-60.919	6.632	17.929
O	-61.663	-1.619	19.418
O	-58.632	-1.68	17.463
O	-56.85	-0.11	16.383
O	-57.676	2.93	20.048
O	-53.318	3.464	17.305
O	-59.232	-7.608	-4.138
O	-56.48	-3.899	20.77
O	-56.695	5.596	16.488
O	-54.795	7.089	17.457
O	65.518	3.857	17.623
O	34.605	-7.865	-2.708
O	-57.15	-5.703	16.694
O	-55.226	-3.892	17.418
O	-54.352	-2.765	19.596
O	-49.829	2.654	19.831
O	-53.633	-1.692	17.235
O	-51.596	0.001	16.534
O	4.153	-6.127	18.352
O	-51.538	5.175	16.37
O	-55.487	-1.727	-5.241
O	-49.836	6.751	17.412
O	-54.943	-6.717	-6.35
O	-51.465	-5.724	16.152
O	-22.27	5.503	-6.377
O	-50.105	-4.129	17.579
O	46.263	-1.669	20.447
O	-62.443	-5.404	16.678
O	1.253	5.06	-0.974
O	-41.943	4.995	-4.653
O	-61.222	-5.974	20.642
O	-56.164	3.192	-6.748
O	-30.941	-4.512	18.313
O	-56.898	7.546	-4.039
O	1.415	-1.375	-1.564
O	-55.527	3.72	18.719
O	67.923	5.744	19.84
O	6.944	3.963	-0.924
O	-46.373	3.612	-6.125
O	-33.998	6.384	19.197
O	-52.932	0.667	-6.479
O	-55.042	1.476	17.455
O	-59.072	-1.685	20.062
O	67.01	2.252	18.967
O	3.398	7.891	-0.157
O	58.629	-7.985	19.621
O	-39.287	-4.203	-2.141
O	-39.329	6.64	16.93
O	5.923	2.83	-3.079
O	-20.274	7.324	-6.297
O	-52.507	-7.415	-6.605
O	-51.182	-4.743	20.027
O	63.249	-5.054	20.301
O	-15.572	4.851	-6.323
O	-52.025	-2.788	-0.582
O	18.497	6.583	-4.681
O	-58.718	4.055	-1.646
O	-44.246	3.846	-4.478
O	-48.982	3.62	-6.806
O	-59.292	-7.857	16.8
O	-61.139	-3.344	17.498
O	-47.415	-4.689	18.402
O	-53.563	2.085	19.556
O	-59.251	-4.515	-5.013
O	-57.375	-2.82	-0.583
O	40.784	2.273	0.099
O	65.897	4.367	-1.237
O	-57.991	3.879	-5.132
O	33.667	-5.57	-6.712
O	-61.068	-5.977	-3.167
O	22.743	-5.206	-6.464
O	-11.893	3.627	19.109
O	-58.801	-0.803	-1.393
O	-58.082	0.477	18.883
O	-61.497	3.987	18.411
O	-57.275	2.43	-0.396
O	-32.272	6.593	-2.744
O	65.628	2.436	-4.091
O	-56.228	0.863	20.642
O	-54.318	0.556	-3.388
O	-56.183	-6.848	-2.316
O	39.322	-6.819	-1.199
O	-16.805	5.262	20.169
O	-57.021	5.497	19.921
O	-48.396	-1.433	-5.563
O	-32.467	-1.856	-2.319
O	-50.215	-4.427	-1.453
O	-55.535	-4.425	-1.596
O	-60.287	-0.247	-3.455
O	-2.875	-0.669	-4.294
O	-5.587	-5.916	-3.472
O	-61.452	2.435	20.533
O	-9.61	-7.581	-1.496
O	-46.749	0.284	-6.572
O	-52.625	6.842	19.088
O	-12.108	-3.925	-1.932
O	-50.883	5.416	-6.163
O	-4.136	2.654	19.841
O	-55.8	0.462	-1.263
O	64.859	0.375	-0.215
O	-53.65	2.571	-4.845
O	-60.891	1.167	-1.357
O	67.759	2.726	-0.451
O	0.008	-2.873	-3.246
O	-45.459	6.613	-2.376
O	-43.005	-0.069	19.634
O	-48.39	-6.704	-1.84
O	2.498	-5.637	-3.846
O	-4.568	-0.085	20.03
O	-58.548	-5.286	-2.757
O	-59.401	-2.742	-3.021
O	-5.673	7.004	20.097
O	-55.04	3.012	-2.628
O	-6.798	4.012	-2.582
O	14.958	-4.701	-3.638
O	37.797	-4.87	-0.493
O	-36.881	1.64	-6.297
O	1.741	1.466	-5.62
O	-22.41	-4.358	-2.034
O	-60.198	-5.421	-0.389
O	-56.612	7.115	-1.483
O	-57.061	-3.416	-3.963
O	-56.269	1.863	-4.559
O	-53.466	-0.772	-1.302
O	-23.985	-3.082	-6.792
O	-56.663	-1.764	19.191
O	-52.861	4.117	-1.75
O	-51.602	2.217	-0.648
O	-5.771	-2.587	19.85
O	-52.038	8.09	-0.809
O	-19.588	-1.598	17.333
O	-53.694	-6.268	-1.733
O	-46.59	4.676	-3.762
O	-16.43	5.193	-3.805
O	-47.862	-2.68	16.741
O	-35.684	2.697	-4.172
O	-47.2	-0.186	16.973
O	-43.353	2.713	15.949
O	-7.711	5.811	-4.162
O	-34.362	0.907	16.894
O	-35.167	-5.448	19.065
O	-46.119	4.418	16.278
O	-16.335	2.901	16.169
O	-48.536	6.784	19.719
O	-44.731	6.495	16.987
O	-45.828	-2.673	18.534
O	-42.24	-1.306	17.34
O	-40.567	0.081	16.04
O	-40.567	5.42	18.913
O	-37.065	3.749	16.994
O	-9.33	-6.624	-3.89
O	-25.645	-1.536	19.524
O	-14.722	0.321	16.398
O	-45.027	0.73	-2.157
O	-48.861	4.414	18.233
O	3.896	1.549	17.852
O	-41.707	-6.293	16.725
O	-39.14	-5.03	16.821
O	-39.743	0.686	19.448
O	-4.885	0.392	-5.939
O	-33.688	2.012	19.72
O	-36.208	-0.951	16.939
O	-34.195	4.517	-2.827
O	-35.355	5.396	15.954
O	-36.103	-7.172	20.694
O	-33.799	7.267	16.732
O	-39.033	7.443	19.425
O	-35.685	-5.773	15.991
O	-34.883	-1.438	-6.819
O	-34.376	-3.827	17.193
O	-43.262	8.191	15.822
O	-44.103	-3.998	17.116
O	-2.506	-7.895	-0.274
O	-22.05	0.855	-5.936
O	-41.881	-4.915	-6.984
O	-40.077	-6.749	-6.258
O	-41.853	4.519	16.935
O	9.356	-7.595	-4.869
O	-32.251	4.648	-4.486
O	-38.538	2.953	19.122
O	49.994	-4.321	19.091
O	-29.471	-6.306	-4.259
O	-27.699	5.594	-1.694
O	43.013	-3.071	-5.657
O	-40.897	-1.609	19.682
O	53.679	-6.82	-2.698
O	-21.865	-2.672	17.047
O	-47.742	2.35	16.08
O	45.129	-6.817	-3.177
O	-8.386	-3.009	20.013
O	-49.787	0.022	19.84
O	-11.634	-6.418	-2.686
O	-18.81	2.415	19.176
O	15.271	-5.707	-6.005
O	-35.288	-6.697	-6.256
O	-36.451	-3.194	18.807
O	-45.798	-3.753	-4.369
O	13.343	6.732	20.177
O	-35.588	-7.924	18.279
O	22.308	-2.63	-6.752
O	-42.813	4.323	-2.222
O	-4.459	-1.145	-1.502
O	-32.463	-0.237	20.429
O	-34.063	-3.178	19.836
O	-45.919	-5.46	15.955
O	-22.759	3.175	-4.983
O	-38.954	-3.998	19.179
O	-44.594	-4.758	19.695
O	-40.917	-2.809	-0.753
O	-43.264	-2.651	19.257
O	-48.829	4.016	-1.588
O	-44.69	6.718	20.312
O	-47.641	1.991	18.523
O	-43.659	-5.057	-3.59
O	-30.375	2.919	-3.994
O	54.88	-1.64	20.538
O	-42.084	-1.047	-2.133
O	33.564	5.529	-5.92
O	-28.869	-5.096	19.855
O	50.7	-6.625	20.307
O	-39.989	5.571	-6.375
O	-41.85	3.93	-7.096
O	-38.554	5.031	-4.307
O	-37.377	-0.247	-1.554
O	-20.656	-0.106	-4.035
O	-32.971	-7.63	18.758
O	-22.996	-7.564	18.733
O	-22.577	5.713	-1.682
O	42.362	-3.862	-0.946
O	-34.892	-0.235	19.19
O	-34.156	-3.884	-2.241
O	-31.869	2.774	-6.277
O	-39.591	3.071	-6.035
O	-24.671	-4.993	-3.173
O	-18.571	-7.737	18.013
O	-34.199	-2.088	-4.29
O	-25.876	7.075	18.714
O	47.618	7.124	18.004
O	10.617	-0.529	-5.294
O	-22.722	-1.145	-2.75
O	-41.201	2.892	18.949
O	-30.174	-0.054	-6.037
O	-39.18	1.513	-2.122
O	12.669	-4.766	-2.313
O	-37.528	4.682	-6.746
O	37.221	2.633	20.706
O	-46.671	2.56	-1.062
O	-39.429	-0.902	-2.964
O	-26.453	5.981	-4.007
O	-31.387	-7.265	-2.27
O	-32.675	-5.511	-0.959
O	-35.037	0.312	-4.883
O	2.705	6.174	-5.642
O	-40.949	-5.235	-3.854
O	-31.798	4.274	-1.869
O	22.909	5.358	-5.475
O	-47	7.134	-4.675
O	-41.444	-0.151	-4.436
O	-38.053	5.324	-0.852
O	62.794	-1.557	-0.929
O	-1.679	7.706	17.56
O	-42.284	-6.927	-2.362
O	-45.292	-3.754	-1.888
O	-43.784	-5.494	-0.804
O	49.666	4.893	-6.623
O	-40.902	-2.723	-3.843
O	-15.193	-2.082	17.165
O	-37.499	0.706	-3.991
O	-49.717	0.052	-0.876
O	-3.851	4.079	-4.025
O	-20.381	-6.991	19.683
O	-36.476	3.595	-1.894
O	-34.878	7.086	-2.052
O	-35.495	8.166	0.108
O	-1.559	3.353	-3.298
O	-36.741	-7.245	-1.949
O	-6.482	-3.189	-6.354
O	-29.015	-3.524	16.714
O	-30.385	-1.955	18.316
O	-20.246	-2.169	19.91
O	-30.159	-0.386	15.951
O	-45.94	-5.287	-6.433
O	-18.863	7.032	20.104
O	-17.954	1.059	17.101
O	-31.514	3.442	19.875
O	-30.803	4.585	16.771
O	-31.706	-7.205	16.602
O	-61.792	-3.625	-4.24
O	-28.883	6.46	16.921
O	-28.156	-1.736	19.658
O	3.383	-1.404	-6.063
O	-24.659	-0.261	16.172
O	-24.542	4.928	19.595
O	-21.204	3.592	17.12
O	-6.476	1.682	20.162
O	-24.844	-7.464	20.496
O	-24.508	5.433	15.936
O	-22.873	7.185	16.7
O	-28.552	1.441	-2.58
O	-30.342	-7.043	18.851
O	16.215	2.894	20.552
O	-23.089	-4.92	16.983
O	-6.377	-4.606	-1.398
O	21.896	-2.493	20.509
O	57.355	-1.878	-6.558
O	55.618	3.665	17.761
O	-31.543	-5.602	20.604
O	-19.258	5.313	16.303
O	-15.628	7.84	-5.767
O	-9.235	-0.567	20.398
O	-10.943	-4.569	-4.339
O	-19.368	-5.538	16.026
O	-18.216	-5.048	19.146
O	-17.352	-4.031	16.884
O	-29.771	7.161	-1.787
O	-8.865	-2.171	-5.723
O	-8.799	5.154	16.579
O	-18.621	2.626	-0.897
O	-16.47	0.47	-0.7
O	-27.066	5.181	20.041
O	-26.251	4.584	17.508
O	12.983	-4.626	-5.403
O	-14.823	6.76	-2.345
O	40.46	5.689	-2.906
O	-31.22	6.934	17.95
O	-49.694	7.353	-4.775
O	-10.932	5.693	-0.662
O	-18.03	-7.53	-5.66
O	-21.307	5.058	-3.996
O	-23.029	1.649	17.011
O	-19.438	4.516	20.336
O	-2	-6.345	18.789
O	-45.664	4.82	18.807
O	-1.043	-8.007	-3.535
O	33.819	-8.074	20.506
O	49.982	7.398	19.218
O	1.389	-0.681	-4.03
O	-21.241	-7.095	16.87
O	-22.288	2.315	19.331
O	-10.128	0.037	-6.305
O	-29.113	-3.826	-4.961
O	-24.296	-1.777	-4.644
O	43.088	5.47	-2.992
O	12.282	-0.597	-3.268
O	-25.637	4.185	-2.276
O	-18.752	-0.147	19.275
O	35.062	-5.65	20.843
O	-30.007	-5.545	15.633
O	-29.727	5.181	19.091
O	-20.43	3.76	-6.171
O	-0.89	-5.382	-3.927
O	-24.283	-2.872	-1.005
O	13.908	-2.536	-2.934
O	-7.084	7.202	-6.264
O	-17.707	-2.544	18.983
O	17.938	-3.925	19.45
O	-27.122	-5.292	-3.963
O	-46.156	-0.583	-4.228
O	39.721	2.279	19.947
O	58.55	-1.079	-2.643
O	-27.178	0.682	19.18
O	-17.097	6.803	16.946
O	-24.041	2.521	-1.169
O	-22.784	8.058	-6.139
O	-52.04	-4.919	-5.665
O	38.132	-5.35	-5.511
O	54.871	-4.628	-3.413
O	-15.987	2.773	-4.69
O	48.673	-6.704	18.718
O	41.592	3.445	-2.277
O	-7.522	-6.626	-6.975
O	-37.39	-5.192	-6.574
O	-20.203	-7.073	-4.432
O	-12.284	2.779	-3.685
O	-37.688	-7.778	-6.578
O	-26.765	-4.988	-1.403
O	-15.227	0.602	-6.02
O	-20.536	1.131	17.712
O	-30.061	4.653	-5.978
O	-22.512	-6.535	-3.469
O	-13.662	-6.372	-6.098
O	-11.951	8.227	19.226
O	-26.933	-6.739	19.127
O	5.626	-6.772	20.396
O	-25.892	-7.143	-2.341
O	-21.822	1.032	-1.811
O	37.082	-1.727	-5.278
O	-25.337	7.891	-5.485
O	12.13	1.489	19.216
O	-29.956	2.757	-0.961
O	53.803	7.336	-4.265
O	-12.612	7.646	-1.417
O	-14.674	-6.977	-1.62
O	-6.137	4.542	19.396
O	-9.096	-0.285	-3.963
O	-33.381	-5.531	-4.879
O	-57.712	-0.907	-3.846
O	-54.443	7.688	-3.072
O	-10.095	-6.175	-6.348
O	48.28	5.449	-3.32
O	61.935	-2.881	19.956
O	-59.243	-7.397	-1.569
O	-24.368	1.814	-6.496
O	38.728	1.043	-2.367
O	-4.837	0.743	-3.349
O	-29.035	-4.308	-2.419
O	-14.668	0.791	19.07
O	-43.059	-6.714	18.942
O	-22.763	-4.031	-4.641
O	2.49	5.566	16.936
O	-20.26	-1.176	-1.773
O	-32.748	0.246	-1.029
O	-14.165	-1.07	-4.26
O	0.999	3.399	-2.921
O	-11.471	5.124	-4.592
O	23.051	7.137	-1.782
O	-18.822	8.04	-0.781
O	-39.322	7.54	-4.724
O	-20.491	-6.592	-1.834
O	-13.677	-7.729	-3.823
O	21.181	-3.991	-4.685
O	-5.555	1.11	-0.903
O	-2.547	-2.568	-0.432
O	-1.984	3.846	-5.932
O	-12.849	1.773	17.359
O	-50.885	-2.276	19.265
O	-0.983	1.794	17.695
O	-13.873	-4.394	20.857
O	-14.249	5.041	19.328
O	-16.115	-7.047	17.09
O	-16.411	7.959	19.317
O	-11.95	5.889	20.187
O	-14.082	-2.226	19.52
O	-9.973	-0.828	17.84
O	-8.281	0.246	16.269
O	24.459	0.992	-3.013
O	-52.921	-2.609	-5.041
O	-14.06	1.056	-2.719
O	2.896	-4.011	-5.91
O	7.325	-6.671	-6.237
O	-37.018	7.038	-3.557
O	-8.649	-5.41	16.75
O	25.188	-0.834	20.432
O	-21.87	-1.781	-5.748
O	-6.934	-3.882	17.932
O	-3.19	-6.581	-4.285
O	-4.338	3.922	17.67
O	-4.566	-1.547	17.765
O	-6.767	-0.433	18.684
O	-2.999	1.777	-4.927
O	-2.977	5.692	16.52
O	-20.846	7.175	18.388
O	4.659	-4.215	-4.093
O	9.597	-6.329	18.891
O	-3.083	-5.32	16.402
O	-1.737	-2.396	-5.911
O	-1.433	-3.911	17.749
O	-46.156	-5.962	-3.047
O	40.475	-4.076	-4.996
O	31.6	-2.401	20.236
O	1.681	-7.082	17.952
O	50.616	-2.135	-4.05
O	-13.117	2.066	20.744
O	-42.325	6.524	-6.824
O	-5.342	-7.382	-5.579
O	24.661	7.185	20.77
O	-8.049	4.871	-6.713
O	33.031	-7.192	-4.7
O	-50.008	4.991	-3.751
O	-2.467	-3.284	-3.525
O	59.266	-6.908	-5.237
O	-42.104	2.433	-3.886
O	-6.602	1.892	17.435
O	-12.939	-0.836	17.766
O	38.692	-2.396	20.362
O	25.569	4.549	-5.002
O	-4.293	-6.222	-1.232
O	-57.057	-5.441	-5.992
O	32.701	4.304	-0.516
O	22.538	2.499	-1.92
O	-6.712	-7.283	-1.313
O	10.843	-4.483	20.214
O	-7.441	-0.072	-6.003
O	42.265	-4.138	18.013
O	-3.722	5.265	19.997
O	-10.911	-6.411	17.62
O	-5.202	6.078	-3.373
O	-9.263	4.069	-1.675
O	16.716	0.377	20.309
O	4.594	-6.632	-2.562
O	-34.424	2.001	-1.951
O	-14.17	-5.408	16.202
O	2.168	-2.935	19.908
O	-1.261	-7.12	-5.976
O	-8.403	-4.58	-5.253
O	-7.958	-2.636	-0.542
O	-6.9	6.569	17.775
O	-21.555	-4.528	19.026
O	53.985	6.798	17.475
O	6.007	4.572	18.159
O	54.083	4.786	-3.884
O	42.647	-6.013	-3.356
O	-43.105	4.769	19.288
O	-9.313	-0.479	-1.398
O	-11.177	0.993	19.404
O	57.224	0.794	16.728
O	-7.556	2.746	-0.365
O	-46.128	2.066	-4.064
O	-38.63	-3.896	-4.585
O	11.589	6.869	-6.607
O	-30.429	7.62	-4.293
O	22.117	-5.709	0.44
O	5.322	0.146	-3.39
O	6.761	-2.224	17.848
O	-2.884	0.192	16.817
O	26.257	-0.47	-1.924
O	64.027	-7.162	-6.859
O	45.816	-7.122	-5.719
O	-2.546	6.214	-3.205
O	-8.262	1.744	-2.636
O	-22.51	-6.11	20.864
O	7.811	-0.118	-3.933
O	-2.932	-4.131	19.912
O	43.648	2.942	-3.708
O	55.046	5.908	-6.054
O	28.134	5.639	-5.266
O	-28.948	2.739	19.31
O	66.917	-5.323	-3.695
O	39.339	4.106	-1.078
O	38.644	-1.434	-3.204
O	27.848	-5.528	-5.025
O	11.936	-7.526	-4.804
O	-11.962	1.753	-1.396
O	-13.338	2.773	0.542
O	-6.919	-0.537	-2.433
O	20.614	7.063	-0.701
O	26.762	-2.797	20.032
O	61.763	5.66	-4.913
O	33.725	2.964	17.953
O	-12.884	-3.457	17.393
O	11.195	-3.337	-6.897
O	-8.198	6.119	19.956
O	-45.362	1.548	16.959
O	-19.784	-0.284	-6.579
O	-52.64	-3.921	18.034
O	-6.986	6.485	-1.637
O	-55.488	-1.71	-2.667
O	-15.206	-4.532	-7.013
O	-31.046	-2.483	-6.121
O	54.048	7.905	19.76
O	-10.582	-5.35	-0.431
O	-8.732	1.371	18.808
O	-48.477	-6.849	19.261
O	58.551	4.046	-2.304
O	-33.861	4.416	20.807
O	-4.579	-4.95	-5.874
O	34.3	6.525	18.676
O	-2.534	2.944	-0.39
O	-21.795	-0.096	20.357
O	48.301	-2.625	-5.331
O	-0.851	6.837	-1.295
O	15.897	-5.166	20.48
O	-15.229	-6.511	20.601
O	31.643	0.952	-5.589
O	-17.171	6.114	-1.473
O	-46.094	-2.331	-6.36
O	-47.299	6.391	17.486
O	-58.721	6.444	-5.568
O	-11.13	-5.853	20.219
O	23.19	1.397	19.178
O	-37.723	-7.872	15.914
O	-38.264	-1.538	19.705
O	-27.899	3.796	-3.606
O	48.721	-2.119	19.72
O	-4.013	4.837	-1.418
O	-50.126	-6.337	-6.547
O	19.346	-2.198	20.804
O	56.213	1.459	19.098
O	56.562	3.975	-3.968
O	-35.198	-1.621	-1.852
O	-3.162	7.836	19.763
O	-30.446	-1.83	20.874
O	-48.177	-6.852	-4.479
O	10.459	-2.818	17.01
O	11.331	-2.89	-4.347
O	-24.491	-6.477	-7.092
O	41.106	-1.541	-4.803
O	-54.301	5.242	-3.694
O	13.802	4.358	-3.34
O	-32.299	-7.255	-6.495
O	-19.994	-6.525	-7.007
O	44.688	1.281	-5.378
O	-4.094	-7.405	17.558
O	-53.051	-7.334	17.491
O	-61.144	1.505	18.026

Results
total energy: -751506.536 eV
total energy less fixed offsets of O -438.25, Si -107.07 eV per atom: 46.744 eV

Forces (eV/angstrom) on atoms 2785 to 3107 of the 3456, counted in the order above; the others are left out for length: element, x, y, z
O	-0.061	-0.315	0.155
O	-0.517	0.152	-0.359
O	0.153	-0.131	-0.05
O	-0.37	-0.04	0.178
O	0.598	-0.128	-0.019
O	-0.512	0.076	-0.079
O	-0.325	0.547	0.287
O	-0.039	-0.044	0.139
O	-0.116	-0.251	0.03
O	0.12	-0.091	0.594
O	-0.61	0.165	0.192
O	-0.401	0.363	-0.135
O	0.047	-0.144	-0.527
O	-0.007	-0.441	-0.439
O	0.23	-0.193	0.422
O	-0.265	0.216	-0.362
O	-0.35	-0.273	-0.395
O	-0.007	0.463	0.507
O	-0.087	-0.164	-0.03
O	0.018	-0.414	-0.302
O	0.087	-0.124	-0.303
O	-0.396	-0.447	0.041
O	-0.577	-0.018	0.14
O	-0.073	0.569	-0.195
O	-0.396	-0.235	0.052
O	-0.057	0.395	-0.067
O	-0.388	0.284	0.231
O	-0.674	0.444	-0.082
O	-0.032	0.03	-0.777
O	0.706	-0.08	0.138
O	0.263	0.053	-0.74
O	-0.103	0.189	-0.519
O	0.068	-0.133	0.227
O	0.41	0.585	0.144
O	0.137	-0.809	-0.236
O	0.162	-0.043	-0.205
O	-0.34	-0.008	0.281
O	-0.11	-0.096	-0.174
O	-0.455	0.399	-0.113
O	0.199	-0.081	-0.583
O	0.607	-0.07	0.34
O	-0.6	0.142	0.357
O	0.235	-0.173	0.751
O	-0.62	0.063	-0.018
O	0.259	-0.21	0.245
O	0.461	0.091	0.443
O	-0.04	-0.479	-0.482
O	0.478	-0.165	0.464
O	0.427	0.228	0.165
O	-0.465	0.053	0.191
O	-0.66	-0.145	-0.488
O	-0.038	0.079	0.639
O	-0.001	-0.116	-0.322
O	0.254	-0.3	0.197
O	0.216	0.125	0.492
O	-0.028	-0.314	-0.477
O	-0.014	-0.301	-0.034
O	0.181	0.06	-0.145
O	0.168	0.162	0.349
O	0.507	-0.42	-0.66
O	0.082	0.818	-0.137
O	-0.353	0.081	-0.327
O	0.086	0.165	-0.073
O	-0.208	0.073	-0.204
O	0.36	0.061	-0.363
O	0.437	0.374	0.022
O	0.315	0.141	0.162
O	-0.743	0.084	0.288
O	0.158	0.309	0.108
O	-0.083	-0.031	0.142
O	0.053	-0.519	-0.275
O	-0.095	-0.257	-0.035
O	0.137	-0.022	-0.056
O	-0.257	0.482	-0.098
O	0.118	0.334	0.219
O	0.23	0.158	0.54
O	0.213	-0.093	-0.124
O	0.115	-0.152	0.774
O	-0.068	0.562	0.091
O	-0.232	-0.04	0.25
O	0.056	-0.039	0.176
O	-0.18	0.085	0.3
O	-0.101	0.365	0.077
O	-0.445	0.327	-0.783
O	-0.114	0.074	-0.115
O	-0.089	0.014	0.331
O	0.093	0.098	0.378
O	-0.397	0.042	0.133
O	-0.171	-0.385	0.003
O	0.217	0.147	0.751
O	-0.002	0.12	0.05
O	0.299	0.054	0.314
O	0.14	0.34	0.313
O	-0.095	0.138	0.142
O	0.316	0.024	0.354
O	-0.2	0.594	-0.534
O	-0.104	-0.273	0.002
O	0.082	0.33	-0.228
O	-0.346	0.452	-0.062
O	-0.324	0.08	-0.094
O	0.258	-0.229	0.125
O	-0.54	-0.107	-0.308
O	0.415	0.055	0.264
O	-0.076	-0.156	-0.646
O	0.133	-0.104	0.526
O	-0.369	0.281	0.015
O	0.042	0.588	0.385
O	0.219	-0.055	-0.49
O	-0.067	0.312	0.112
O	-0.051	-0.138	0.189
O	0.296	-0.021	-0.582
O	-0.282	0.379	-0.238
O	0.079	0.708	-0.128
O	0.357	-0.661	0.278
O	0.445	-0.016	-0.133
O	0.384	0.18	-0.147
O	-0.116	-0.241	-0.352
O	0.209	-0.218	0.395
O	0.067	-0.184	0.48
O	0.345	-0.087	0.131
O	-0.178	-0.516	0.507
O	0.053	-0.095	-0.586
O	0.053	0.03	0.825
O	0.695	-0.325	-0.265
O	-0.053	-0.489	0.032
O	0.122	0.186	-0.482
O	0.359	-0.444	-0.127
O	0.148	-0.125	-0.078
O	0.039	-0.383	-0.095
O	-0.41	-0.102	0.234
O	0.373	0.301	-0.126
O	-0.207	0.147	-0.193
O	-0.041	0.226	-0.614
O	0.174	-0.365	-0.429
O	0.04	0.112	-0.145
O	-0.331	-0.289	0.375
O	-0.393	0.198	0.69
O	0.25	0.337	0.003
O	0.11	-0.22	0.459
O	0.547	0.087	-0.127
O	-0.601	-0.373	0.07
O	-0.229	-0.223	-0.175
O	-0.129	-0.228	-0.396
O	-0.407	0.044	-0.162
O	-0.092	-0.031	0.638
O	0.224	0.12	-0.313
O	-0.165	-0.331	-0.212
O	-0.304	0.012	-0.266
O	0.468	-0.022	-0.618
O	-0.292	0.348	-0.171
O	-0.443	0.254	-0.222
O	0.203	-0.138	-0.109
O	0.067	0.148	-0.196
O	-0.206	0.077	0.087
O	-0.16	-0.182	0.492
O	0.305	0.301	-0.356
O	0.374	-0.357	-0.673
O	-0.607	0.112	0.21
O	0.014	-0.03	-0.756
O	0.065	0.024	-0.316
O	-0.361	0.412	-0.217
O	-0.119	0.39	0.228
O	0.253	-0.279	-0.668
O	0.066	-0.69	-0.095
O	0.382	-0.019	-0.417
O	-0.112	-0.232	-0.565
O	0.212	0.164	0.324
O	-0.456	0.331	-0.257
O	0.309	-0.368	-0.124
O	0.178	-0.527	-0.12
O	0.068	0.439	0.273
O	-0.126	-0.634	-0.263
O	-0.127	0.444	-0.293
O	0.068	0.359	0.014
O	0.888	-0.204	-0.082
O	-0.453	-0.026	-0.154
O	-0.181	0.215	-0.141
O	0.263	0.345	0.249
O	0.296	-0.422	-0.067
O	0.247	0.249	-0.713
O	-0.12	0.093	-0.01
O	0.245	0.167	-0.094
O	0.067	0.647	0.017
O	-0.575	-0.029	-0.119
O	-0.257	-0.109	-0.384
O	0.12	-0.124	0.144
O	0.708	0.028	0.592
O	-0.796	-0.245	0.129
O	-0.028	0.483	0.451
O	-0.66	-0.216	-0.043
O	0.142	-0.156	0.072
O	0.371	-0.299	0.052
O	0.618	-0.285	0.138
O	-0.377	0.087	-0.042
O	-0.17	0.155	-0.293
O	0.534	0.155	-0.097
O	0.181	0.11	-0.052
O	-0.491	0.05	-0.175
O	-0.021	-0.395	-0.143
O	-0.424	-0.61	0.482
O	0.198	0.549	-0.453
O	0.247	-0.395	0.026
O	0.179	-0.16	-0.484
O	0.445	0.364	-0.51
O	0.053	-0.132	-0.525
O	0.072	-0.085	0.183
O	0.278	-0.093	-0.472
O	0.339	0.015	-0.073
O	0.142	-0.069	-0.199
O	0.072	-0.151	-0.047
O	-0.333	-0.169	0.159
O	-0.393	-0.507	-0.217
O	-0.031	0.227	-0.199
O	0.227	-0.122	0.549
O	0.163	0.033	0.385
O	-0.355	0.416	0.184
O	0.308	0	0.631
O	0.485	-0.106	0.245
O	0.429	-0.099	-0.259
O	0.209	0.236	0.299
O	-0.014	-0.377	0.518
O	0.309	0.267	0.867
O	0.291	0.646	-0.206
O	-0.095	0.051	0.175
O	-0.127	-0.19	0.541
O	0.215	-0.159	-0.097
O	-0.218	0.293	0.436
O	0.434	0.266	0.197
O	0.371	0.213	0.604
O	-0.124	0.276	-0.193
O	0.653	-0.28	-0.274
O	-0.333	0.085	-0.058
O	0.388	0.712	0.285
O	0.447	0.767	0.038
O	-0.416	-0.726	-0.09
O	-0.311	0.077	-0.24
O	-0.109	-0.205	-0.285
O	-0.07	-0.053	-0.225
O	-0.189	-0.14	0.021
O	-0.541	0.277	-0.191
O	-0.007	-0.184	0.453
O	-0.568	0.208	0.172
O	0.794	0.208	-0.046
O	0.666	-0.01	0.021
O	0.009	-0.003	0.098
O	-0.143	-0.214	0.278
O	0.176	0.121	0.189
O	-0.076	-0.053	0.263
O	0.638	0.048	0.005
O	-0.166	-0.236	-0.579
O	0.051	-0.065	-0.798
O	-0.119	0.183	0.366
O	0.178	0.018	-0.096
O	0.069	0.453	-0.01
O	-0.169	-0.298	0.26
O	-0.491	0.134	-0.402
O	0.281	0.575	0.254
O	0.492	0.217	0.298
O	-0.225	0.25	0.29
O	-0.129	-0.041	-0.024
O	0.157	-0.773	0.126
O	-0.033	-0.607	-0.05
O	0.182	-0.008	0.06
O	-0.134	0.204	0.01
O	-0.628	0.101	-0.438
O	0.106	-0.332	-0.085
O	-0.309	-0.002	-0.079
O	-0.222	0.214	-0.456
O	-0.164	-0.15	0.631
O	-0.098	0.324	-0.188
O	0.423	0.097	0.012
O	0.22	-0.243	-0.043
O	0.009	0.434	-0.344
O	0.079	0.407	0.244
O	-0.058	-0.127	0.013
O	-0.437	-0.235	-0.379
O	0.28	-0.099	-0.245
O	-0.355	0.343	-0.109
O	-0.084	-0.411	-0.543
O	0.362	0.203	-0.46
O	0.294	0.632	-0.142
O	-0.304	0.082	0.364
O	-0.319	0.229	0.179
O	-0.581	0.101	0.166
O	-0.129	0.307	0.47
O	0.085	-0.396	-0.113
O	0.332	-0.002	0.715
O	-0.358	-0.064	-0.415
O	0.142	0.12	-0.319
O	0.449	0.008	0.497
O	0.1	0.656	-0.115
O	-0.163	-0.096	0.64
O	0.49	0.564	-0.004
O	-0.545	0.328	-0.393
O	-0.493	0.19	0.013
O	-0.2	0.141	-0.112
O	-0.149	0.306	0.417
O	0.135	0.452	-0.25
O	-0.173	-0.113	-0.271
O	0.088	-0.398	0.281
O	0.208	0.212	0.323
O	0.611	0.149	-0.037
O	-0.033	0.43	0.57
O	-0.483	0.371	-0.3
O	-0.067	-0.221	-0.265
O	0.27	-0.003	-0.29
O	-0.029	-0.333	0.115
O	-0.304	-0.482	-0.691
O	-0.553	-0.356	0.221
O	0.631	-0.203	0.105
O	-0.119	0.495	-0.306
O	-0.098	0.262	0.007
O	0.122	-0.355	-0.12
O	0.349	0.377	-0.55
O	-0.405	-0.112	0.553
O	-0.257	0.005	-0.001
O	-0.1	-0.799	0.345
O	-0.378	-0.329	-0.016
O	0.208	-0.28	0.435
O	-0.009	0.438	-0.386
O	-0.173	0.095	-0.316
O	0.443	0.177	0.408
O	-0.057	-0.186	0.191
